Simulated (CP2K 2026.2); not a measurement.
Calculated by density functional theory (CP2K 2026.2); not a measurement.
Periodic cell of 2016 atoms, Si1440O576, from a study of silicon, its oxide and their interface. The atomic structure is a simulated model.
Doubt: the forces sum to 3.47 eV/angstrom along one axis rather than to zero, so they err by at least 0.0017 eV/angstrom per atom on average; the grid cutoff is modest.

Settings: functional PBE; method Gaussian and plane waves; basis set DZVP-MOLOPT-SR-GTH; pseudopotentials GTH-PBE; grid cutoff 350 Ry, relative cutoff 50 Ry; k points Gamma only; occupations fixed; spin none; net charge 0.

Cell vectors (angstrom)
a	65.28	0	0
b	0	16.32	0
c	7.3158	6.039	33.779

Atoms and the computed forces on them: element, x, y, z (angstrom), force x, y, z (eV/angstrom)
Si	1.548	14.699	0.063	-0.071	0.14	0.609
Si	4.372	1.028	0.024	-0.148	0.279	0.698
Si	1.43	4.466	0.003	0.084	-0.137	0.645
Si	3.981	7.425	0.134	0.195	-0.395	0.693
Si	1.645	9.556	0.14	-0.279	0.137	0.685
Si	3.913	12.634	0.178	0.032	-0.146	0.702
Si	13.989	21.192	33.77	0.284	-0.173	0.674
Si	9.5	1.663	0.035	0.209	-0.357	0.634
Si	7.215	3.874	0.224	-0.317	0.132	0.73
Si	9.356	7.044	0.266	0.214	-0.13	0.741
Si	7.149	9.265	0.334	-0.079	0.23	0.732
Si	65.993	18.097	33.756	-0.125	0.259	0.747
Si	61.66	14.817	0.117	-0.165	-0.024	0.687
Si	71.14	7.904	33.714	0.138	-0.33	0.739
Si	61.467	3.971	0.06	-0.084	0.155	0.699
Si	71.714	12.656	33.675	-0.184	0.156	0.736
Si	68.014	15.677	33.724	0.349	-0.11	0.709
Si	70.98	18.467	33.769	0.143	-0.187	0.806
Si	2.743	16.3	1.345	0.002	-0.002	-0.044
Si	5.491	2.708	1.312	-0.003	-0.018	-0.068
Si	2.926	5.639	1.324	-0.006	0.007	-0.036
Si	5.533	8.258	1.662	-0.008	-0.014	-0.042
Si	2.833	11.012	1.491	0.029	0.014	-0.061
Si	5.532	13.702	1.448	0.001	0.003	-0.059
Si	8.319	16.304	1.249	-0.025	0.019	-0.058
Si	59.89	2.794	1.339	0.007	0.012	-0.031
Si	8.24	5.468	1.579	-0.005	0.005	-0.055
Si	59.711	8.058	1.331	0.002	0.009	-0.024
Si	8.323	10.932	1.417	0.004	0.013	-0.079
Si	59.922	13.641	1.247	-0.014	0.001	-0.051
Si	62.821	16.433	1.314	-0.013	0.066	-0.016
Si	65.449	2.888	1.283	0.014	-0.005	-0.058
Si	62.717	5.553	1.241	0.021	0.015	-0.054
Si	65.357	8.25	1.312	0.016	-0.01	-0.074
Si	62.455	10.796	1.183	-0.018	-0.002	-0.076
Si	65.277	13.54	1.367	-0.036	-0.014	-0.053
Si	1.425	1.423	2.655	-0.027	-0.015	-0.004
Si	4.178	4.136	2.668	-0.001	0.015	-0.01
Si	1.478	6.924	2.709	0.002	0.007	0.015
Si	4.168	9.671	2.891	-0.01	0.022	0.035
Si	1.365	12.269	2.79	-0.001	0.002	0.046
Si	4.124	15.02	2.792	0.007	0.025	0.017
Si	6.903	1.342	2.672	-0.001	-0.011	0.014
Si	9.629	4.107	2.868	-0.015	-0.019	0.026
Si	6.832	6.78	2.913	0.02	-0.005	0.029
Si	9.629	9.559	2.831	0.003	0.012	0.03
Si	6.902	12.291	2.737	-0.004	-0.035	0.006
Si	58.549	14.997	2.612	0	0.007	0.002
Si	61.282	1.373	2.636	0.014	-0.002	-0.002
Si	64.034	4.188	2.674	0.005	0	0.017
Si	61.261	6.829	2.619	-0.028	-0.011	-0.005
Si	63.889	9.542	2.614	0.01	0.042	-0.007
Si	61.203	12.218	2.639	0.006	-0.029	0.026
Si	64.05	15.023	2.725	-0.016	-0.035	0.025
Si	65.385	16.379	4.078	0.018	0	0.016
Si	2.784	2.783	4.024	0.008	0.009	0.016
Si	65.378	5.531	4.054	0.005	0.002	-0.014
Si	2.78	8.245	4.143	-0.001	-0.03	-0.007
Si	65.259	10.873	4.054	0.008	-0.024	0
Si	2.754	13.64	4.123	0.032	-0.012	-0.006
Si	5.522	16.373	4.104	-0.003	0.012	-0.012
Si	8.215	2.703	4.117	-0.031	-0.004	-0.009
Si	5.47	5.405	4.18	-0.009	-0.008	0.033
Si	8.241	8.19	4.17	0.004	0.015	-0.002
Si	5.564	10.985	4.182	-0.007	0.018	0.033
Si	8.227	13.64	4.124	-0.006	0.007	0.005
Si	59.903	16.337	4.009	-0.005	0.013	-0.013
Si	62.629	2.778	3.996	0.021	0	-0.025
Si	59.933	5.484	4.06	-0.005	0.017	0
Si	62.573	8.195	4.02	0.005	-0.009	0.007
Si	59.853	10.882	4.047	0.006	-0.011	-0.019
Si	62.595	13.619	3.992	0.005	-0.011	-0.028
Si	66.665	14.964	16.338	-0.007	0.007	0.006
Si	4.109	17.68	16.392	0.006	0.006	-0.008
Si	66.692	4.091	16.275	0.008	-0.012	-0.02
Si	4.11	6.822	16.345	-0.002	0.019	-0.009
Si	66.652	9.534	16.309	0.004	0.014	-0.006
Si	4.104	12.24	16.338	0.005	-0.001	-0.009
Si	6.78	14.95	16.368	-0.002	0.007	-0.01
Si	58.479	17.706	16.19	0.012	0.011	-0.009
Si	6.807	4.054	16.423	0.001	0.007	0.005
Si	58.421	6.83	16.257	0.013	-0.008	-0.015
Si	6.852	9.498	16.396	-0.01	-0.016	0
Si	58.439	12.214	16.281	-0.009	0.013	0
Si	61.166	14.935	16.248	-0.017	0.003	-0.001
Si	63.919	17.669	16.202	-0.012	0.011	-0.008
Si	61.153	4.083	16.184	0.003	0.006	-0.015
Si	63.916	6.816	16.283	0.016	-0.011	0.002
Si	61.176	9.536	16.304	-0.004	-0.002	0.01
Si	63.929	12.263	16.292	0.005	0.006	-0.005
Si	68.054	16.28	17.739	-0.009	-0.009	-0.009
Si	5.437	19.036	17.814	0.002	-0.006	0.022
Si	68.014	5.466	17.673	-0.006	-0.019	-0.02
Si	5.492	8.129	17.747	-0.003	-0.003	0.013
Si	68.022	10.883	17.674	0.013	0.009	0.005
Si	5.442	13.577	17.744	0	-0.007	-0.003
Si	8.139	16.302	17.716	-0.005	0.002	0.023
Si	59.799	19.088	17.579	-0.011	0.003	-0.001
Si	8.182	5.392	17.799	-0.006	0.006	-0.001
Si	59.748	8.195	17.63	-0.009	-0.007	0.025
Si	8.199	10.876	17.767	0.019	0.016	0.011
Si	59.8	13.57	17.623	0.004	0.01	0.027
Si	62.534	16.332	17.543	0.019	0.001	0.007
Si	65.345	18.972	17.529	-0.001	-0.003	0.009
Si	62.506	5.41	17.54	-0.008	-0.003	0.014
Si	65.288	8.172	17.656	-0.004	-0.002	-0.027
Si	62.566	10.907	17.643	-0.002	-0.001	-0.003
Si	65.267	13.63	17.68	0.01	-0.021	0.015
Si	66.677	17.688	19.008	-0.007	0.021	-0.012
Si	69.339	4.172	19.118	0.022	0.009	0
Si	66.645	6.813	19.024	0.001	0.007	-0.008
Si	69.398	9.53	19.041	-0.013	0.026	-0.042
Si	66.645	12.24	19.016	0.003	-0.006	-0.034
Si	69.383	14.898	19.162	-0.023	0.017	-0.001
Si	6.818	17.638	19.169	0.009	-0.011	-0.042
Si	58.45	4.085	19.016	0.02	-0.013	-0.02
Si	6.838	6.76	19.159	-0.033	0.011	-0.014
Si	58.497	9.596	19.108	0.01	-0.015	-0.006
Si	6.779	12.212	19.123	0.012	-0.021	-0.02
Si	9.502	14.833	18.949	-0.015	0.003	-0.04
Si	61.14	17.671	18.859	0.02	0.005	-0.006
Si	63.935	3.998	18.765	-0.025	0.001	-0.02
Si	61.057	6.711	18.875	-0.017	-0.046	-0.044
Si	63.895	9.504	18.997	0.015	0.024	0.001
Si	61.254	12.301	19.013	-0.005	0.002	-0.016
Si	63.911	15.087	18.973	0.013	0.007	-0.022
Si	65.327	16.357	20.391	-0.008	-0.029	0.049
Si	67.938	19.109	20.401	-0.003	0.022	0.023
Si	65.186	5.375	20.167	0.003	-0.028	0.031
Si	68.05	8.155	20.378	-0.003	-0.017	0.066
Si	65.272	10.866	20.352	0.003	-0.004	0.061
Si	67.96	13.553	20.501	-0.029	-0.001	0.048
Si	5.514	16.201	20.535	0.013	0.009	0.067
Si	8.105	19.02	20.642	-0.028	0.011	0.059
Si	5.426	5.46	20.598	0.018	0.007	0.042
Si	8.24	8.215	20.39	-0.013	0.002	0.028
Si	5.401	10.889	20.508	-0.013	-0.009	0.059
Si	8.263	13.473	20.417	0.014	0.003	0.055
Si	59.611	16.347	20.038	-0.031	0.026	0.039
Si	62.659	18.912	20.123	0.019	-0.004	0.005
Si	59.812	5.374	20.423	0.013	0.013	0.046
Si	62.431	8.059	20.145	-0.003	0.003	0.026
Si	59.958	10.967	20.453	-0.017	-0.041	0.017
Si	62.532	13.806	20.345	-0.025	0.013	0.04
Si	66.388	14.77	21.78	0.222	0.195	-0.707
Si	69.525	17.871	21.603	-0.05	-0.117	-0.772
Si	66.24	3.935	21.642	0.208	-0.01	-0.589
Si	69.649	7.183	21.844	-0.212	-0.274	-0.743
Si	66.818	9.633	21.676	-0.192	-0.001	-0.683
Si	68.98	11.905	21.844	0.177	0.1	-0.741
Si	7.2	15.024	21.831	-0.221	-0.081	-0.69
Si	58.203	17.379	21.638	0.199	0.283	-0.726
Si	6.421	20.121	21.979	0.356	0.208	-0.702
Si	58.754	7.032	21.776	-0.187	-0.263	-0.704
Si	6.682	9.351	21.74	0.174	0.2	-0.773
Si	9.937	12.26	21.613	-0.173	-0.029	-0.718
Si	60.822	15.049	21.467	0.229	0.003	-0.565
Si	64.133	17.888	21.691	-0.086	-0.151	-0.633
Si	61.477	4.033	21.441	-0.229	-0.007	-0.568
Si	63.464	6.375	21.369	0.035	-0.036	-0.742
Si	61.066	9.197	21.647	0.083	0.301	-0.723
Si	64.162	12.589	21.496	-0.026	-0.021	-0.768
Si	59.72	14.018	27.084	-0.03	-0.168	0.179
Si	68.771	7.075	24.902	0.011	0.003	-0.138
Si	60.661	17.737	23.143	-0.077	-0.054	-0.222
Si	13.701	7.069	26.695	-0.098	-0.011	-0.096
Si	67.636	9.171	28.772	-0.044	0.005	0.027
Si	7.127	20.567	25.06	-0.1	0.093	-0.144
Si	12.483	5.416	28.969	0.093	0.105	0.109
Si	64.55	13.095	31.211	0.055	0.029	0.058
Si	68.248	10.015	25.906	0.105	-0.158	-0.033
Si	65.573	18.703	25.111	0.112	0.014	-0.202
Si	58.321	6.396	24.864	-0.029	0.05	-0.143
Si	69.569	12.496	24.865	-0.018	-0.032	-0.158
Si	68.055	11.24	31.016	0.056	-0.032	0.171
Si	10.561	13.948	27.815	0.105	-0.05	0.028
Si	11.667	7.803	30.883	0.08	-0.052	-0.004
Si	57.04	11.382	23.835	-0.069	-0.154	-0.132
Si	64.67	8.944	28.07	0.009	0.022	0.021
Si	10.302	19.776	29.58	0.103	0.012	0.068
Si	69.124	6.517	29.475	-0.083	-0.144	0.002
Si	66.538	15.464	28.644	0.027	-0.056	0.015
Si	71.763	7.484	30.67	0.039	0.123	-0.019
Si	6.627	10.019	28.627	-0.02	-0.071	0.164
Si	69.261	16.874	26.487	-0.039	0.033	0.035
Si	63.4	12.164	24.31	-0.123	-0.03	-0.066
Si	67.142	14.247	31.17	-0.04	0.081	0.299
Si	65.046	7.906	23.628	0.087	-0.031	-0.036
Si	10.521	10.325	31.167	-0.061	-0.13	0.095
Si	7.498	7.962	26.775	0.1	-0.155	-0.091
Si	8.746	12.175	29.523	-0.203	0.084	-0.022
Si	16.027	9.973	29.717	0.056	0.065	0.015
Si	64.894	20.101	31.773	-0.005	-0.1	0.045
Si	8.155	21.343	30.89	0.02	-0.065	0.046
Si	7.307	16.842	31.574	0.046	0.03	0.168
Si	67.232	5.888	31.774	-0.071	0.153	-0.026
Si	69.99	12.334	29.107	-0.025	0.053	0.046
Si	66.888	18.169	27.789	0.176	0.161	-0.045
Si	65.513	11.313	26.246	-0.068	-0.056	0.13
Si	15.208	18.909	26.714	0.043	-0.076	-0.157
Si	58.756	11.012	26.51	-0.043	0.262	0.063
Si	67.557	16.77	23.829	-0.155	-0.012	-0.052
Si	7.648	18.934	29.285	-0.007	0.018	0.05
Si	13.001	12.692	26.916	-0.068	0.002	-0.05
Si	66.472	5.305	24.457	-0.121	-0.069	-0.179
Si	62.62	9.487	24.447	-0.009	-0.097	-0.186
Si	12.732	14.884	31.774	-0.113	-0.004	0.187
Si	70.715	5.977	26.954	-0.027	-0.093	0.087
Si	63.019	17.264	24.591	-0.008	-0.084	-0.152
Si	12.886	9.817	26.607	0.063	0.064	0.015
Si	71.814	13.914	30.849	0.087	-0.083	0.163
Si	7.09	13.51	24.629	0.045	0.113	-0.219
Si	13.485	10.085	31.218	-0.005	-0.072	-0.042
Si	6.83	18.016	26.554	-0.04	0.012	0.067
Si	68.579	14.157	27.029	0.146	-0.004	0.034
Si	11.906	17.634	31.14	-0.044	-0.11	-0.036
Si	1.424	15.018	5.47	-0.005	0.014	0.018
Si	4.142	1.426	5.427	0.003	0.006	0.002
Si	1.416	4.125	5.411	0.008	-0.004	-0.003
Si	4.114	6.826	5.481	-0.002	0.009	0
Si	1.358	9.557	5.459	0.003	0.021	0.013
Si	4.132	12.303	5.494	-0.006	0.004	0.011
Si	6.847	14.988	5.479	-0.004	-0.012	0.011
Si	9.555	1.349	5.5	0.006	-0.004	0.006
Si	6.861	4.058	5.5	0.007	-0.016	0.015
Si	9.609	6.826	5.512	-0.009	-0.026	0.003
Si	6.878	9.56	5.514	-0.003	-0.002	0.005
Si	9.58	12.275	5.507	-0.008	0.01	-0.002
Si	61.234	14.965	5.377	-0.009	-0.009	0.005
Si	63.965	1.406	5.389	-0.011	0.001	-0.001
Si	61.266	4.099	5.407	0.019	-0.001	0.004
Si	63.956	6.848	5.396	0.009	0.024	-0.001
Si	61.223	9.543	5.406	0.003	0	0.01
Si	63.935	12.272	5.4	-0.009	0.006	-0.002
Si	2.791	16.376	6.809	0.007	-0.01	-0.005
Si	5.483	2.731	6.854	0.002	0.01	-0.003
Si	2.749	5.463	6.822	0.003	0.001	0.001
Si	5.491	8.182	6.835	0.002	-0.008	0.005
Si	2.75	10.911	6.808	0.002	-0.003	-0.006
Si	5.488	13.645	6.858	-0.011	0.005	0.003
Si	8.201	16.323	6.867	-0.004	0.007	-0.005
Si	10.924	2.719	6.856	0.003	0.003	-0.001
Si	8.226	5.445	6.839	0.003	-0.006	-0.003
Si	10.935	8.169	6.909	0.007	0.004	-0.008
Si	8.223	10.915	6.876	0.006	-0.009	-0.002
Si	10.928	13.617	6.888	0.001	0	-0.003
Si	62.594	16.342	6.739	0.011	-0.004	-0.008
Si	65.323	2.758	6.767	-0.001	0.005	-0.005
Si	62.608	5.471	6.767	0.003	-0.012	-0.005
Si	65.292	8.184	6.806	-0.009	-0.006	-0.004
Si	62.58	10.907	6.768	0.001	-0.002	-0.004
Si	65.309	13.628	6.775	0.012	-0.005	-0.012
Si	66.677	17.719	8.146	0.008	0.001	-0.01
Si	4.114	4.106	8.185	0.001	0.003	-0.006
Si	66.657	6.821	8.168	-0.013	-0.008	-0.007
Si	4.109	9.541	8.178	-0.015	-0.009	-0.001
Si	66.666	12.272	8.157	0.007	0.01	-0.003
Si	4.122	15.005	8.196	0.017	0.018	0.007
Si	6.836	17.684	8.215	-0.013	-0.013	0.003
Si	9.568	4.081	8.217	-0.005	-0.004	-0.007
Si	6.851	6.812	8.191	-0.002	0.01	-0.003
Si	9.565	9.541	8.239	-0.005	0.005	0.001
Si	6.839	12.265	8.217	-0.007	0.002	-0.012
Si	9.558	14.968	8.238	-0.007	-0.004	-0.006
Si	61.231	17.69	8.119	-0.006	-0.003	-0.007
Si	63.96	4.109	8.137	-0.003	0.003	0
Si	61.212	6.819	8.112	0.004	0.005	-0.009
Si	63.931	9.55	8.148	0.008	0.005	-0.001
Si	61.205	12.26	8.114	-0.002	-0.006	0
Si	63.941	14.986	8.125	-0.009	0.003	0
Si	65.311	16.341	9.488	0.007	-0.003	-0.006
Si	2.751	2.741	9.533	-0.004	0.003	0
Si	65.304	5.457	9.525	0.009	0.005	0.004
Si	2.745	8.176	9.531	-0.002	-0.009	0.002
Si	65.303	10.899	9.509	-0.003	-0.012	-0.005
Si	2.751	13.622	9.527	0.001	0.007	-0.003
Si	5.48	16.332	9.579	-0.002	-0.007	0.008
Si	8.2	2.723	9.57	0.001	0.006	-0.004
Si	5.477	5.458	9.545	-0.003	-0.015	0.004
Si	8.196	8.167	9.574	0.006	-0.001	0.002
Si	5.471	10.891	9.555	0.006	0.005	0.001
Si	8.197	13.607	9.593	-0.001	0	0.005
Si	59.849	16.331	9.473	0.005	0.006	-0.002
Si	62.588	2.737	9.483	0.01	-0.001	-0.001
Si	59.845	5.453	9.467	-0.003	-0.003	-0.001
Si	62.563	8.179	9.49	-0.001	0.004	-0.001
Si	59.839	10.898	9.47	-0.002	0.005	-0.001
Si	62.572	13.617	9.476	-0.01	-0.003	-0.005
Si	66.657	14.979	10.869	-0.002	0.007	0.003
Si	4.104	17.698	10.904	0.002	0.004	-0.002
Si	66.669	4.098	10.888	-0.005	0	0.004
Si	4.106	6.815	10.899	0	0.011	-0.006
Si	66.662	9.541	10.883	-0.002	0.002	0
Si	4.11	12.26	10.903	-0.011	0	-0.003
Si	6.832	14.965	10.945	-0.006	0.005	0.001
Si	9.551	17.681	10.944	-0.006	0	-0.002
Si	6.826	4.087	10.908	0	0	-0.005
Si	9.544	6.798	10.943	0.001	-0.004	0
Si	6.829	9.526	10.927	-0.006	-0.011	-0.002
Si	9.55	12.242	10.959	-0.002	-0.005	-0.005
Si	61.203	14.965	10.837	0.004	-0.006	0.005
Si	63.949	17.697	10.848	0.002	-0.002	-0.003
Si	61.209	4.097	10.832	-0.004	-0.002	-0.001
Si	63.929	6.826	10.86	-0.009	-0.004	-0.005
Si	61.192	9.536	10.84	-0.006	0.003	-0.001
Si	63.926	12.254	10.85	0.007	0.008	-0.001
Si	2.741	16.325	12.241	0	-0.007	0
Si	5.472	2.726	12.267	0	0.008	0.002
Si	2.752	5.447	12.259	-0.001	-0.008	0.005
Si	5.461	8.162	12.276	-0.01	-0.013	0
Si	2.75	10.891	12.253	0.005	0.009	0
Si	5.47	13.598	12.293	0.009	0.003	0.006
Si	8.192	16.321	12.307	0.008	-0.004	0.002
Si	10.903	2.704	12.323	0.004	-0.001	0.003
Si	8.172	5.437	12.284	-0.008	-0.006	-0.003
Si	10.911	8.145	12.308	0	-0.002	-0.006
Si	8.192	10.87	12.307	0.005	0.009	0.004
Si	10.909	13.596	12.323	-0.004	-0.007	0.006
Si	62.582	16.319	12.184	-0.003	0.011	-0.007
Si	65.305	2.728	12.23	0.003	-0.004	0.001
Si	62.561	5.462	12.205	0.016	0.011	-0.005
Si	65.292	8.179	12.233	-0.001	-0.002	-0.001
Si	62.557	10.89	12.203	-0.006	-0.011	-0.005
Si	65.296	13.602	12.213	-0.009	-0.013	-0.003
Si	66.667	17.685	13.598	-0.002	0.005	0.002
Si	4.121	4.085	13.625	0.014	-0.016	0.002
Si	66.661	6.818	13.596	-0.001	0.006	0.006
Si	4.111	9.536	13.628	-0.002	-0.005	-0.001
Si	66.658	12.255	13.594	-0.008	0.002	-0.001
Si	4.091	14.97	13.623	-0.017	0.019	0.002
Si	6.813	17.681	13.646	-0.007	0.005	-0.008
Si	9.512	4.067	13.648	-0.003	0.019	-0.001
Si	6.808	6.789	13.645	-0.002	0.007	0.002
Si	9.549	9.494	13.666	0.012	-0.017	-0.001
Si	6.836	12.235	13.664	-0.006	-0.011	0.014
Si	9.543	14.956	13.677	-0.008	0.015	-0.002
Si	61.203	17.679	13.512	0.013	-0.013	-0.002
Si	63.932	4.103	13.559	-0.018	0.004	-0.005
Si	61.193	6.83	13.556	-0.01	-0.008	-0.008
Si	63.92	9.544	13.58	0.001	0.007	0.003
Si	61.179	12.234	13.558	0.005	0.008	-0.001
Si	63.927	14.951	13.561	0.01	0.005	0
Si	65.308	16.291	14.919	-0.008	0.001	0.006
Si	68.052	2.705	14.966	-0.007	0.004	0.007
Si	65.294	5.451	14.939	0	-0.012	-0.001
Si	68.024	8.171	14.968	0.006	0.005	0.004
Si	65.292	10.896	14.944	0.007	0.007	-0.001
Si	68.017	13.601	14.975	0.005	-0.004	-0.002
Si	5.444	16.322	14.998	0.003	-0.007	0.01
Si	8.156	2.714	15.024	0.002	-0.009	0.005
Si	5.468	5.426	15.024	-0.006	-0.004	0.002
Si	8.171	8.134	15.009	0.005	-0.009	0.006
Si	5.483	10.864	15.02	0.004	0.008	0.006
Si	8.19	13.593	15.041	0.015	0.007	0.004
Si	59.844	16.323	14.871	0.01	0.014	0.001
Si	62.551	2.724	14.867	0.005	-0.001	-0.006
Si	59.795	5.48	14.881	0.004	0.009	0.003
Si	62.55	8.186	14.934	-0.001	-0.001	0.005
Si	59.811	10.871	14.917	-0.003	-0.011	0
Si	62.551	13.589	14.909	-0.007	-0.017	0.009
Si	17.954	14.538	0.183	-0.063	0.318	0.713
Si	27.972	7.224	33.729	-0.206	0.14	0.776
Si	17.566	4.304	0.197	0.066	-0.167	0.771
Si	20.239	6.987	0.335	0.06	-0.043	0.649
Si	18.049	9.179	0.376	-0.031	0.139	0.708
Si	20.15	12.303	0.153	0.305	-0.059	0.653
Si	22.845	15.248	0.022	0.077	-0.231	0.786
Si	25.68	1.451	0.233	0.183	-0.187	0.686
Si	30.806	9.768	33.718	-0.277	0.402	0.756
Si	25.787	7.191	0.099	-0.046	-0.241	0.66
Si	23.36	9.178	0.06	-0.06	0.193	0.715
Si	17.245	17.944	33.764	-0.169	0.252	0.702
Si	12.642	14.748	0.442	-0.334	0.139	0.698
Si	14.626	1.682	0.097	0.236	-0.141	0.705
Si	12.435	3.993	0.092	-0.12	0.278	0.664
Si	15.538	6.679	0.104	-0.393	0.135	0.73
Si	12.241	9.754	0.18	0.056	-0.153	0.655
Si	14.952	12.53	0.412	0.184	-0.351	0.595
Si	19.061	16.321	1.262	-0.001	-0.022	-0.059
Si	21.819	2.726	1.304	-0.001	-0.013	-0.052
Si	19.064	5.43	1.593	-0.01	0.006	-0.057
Si	21.857	8.131	1.53	0.008	0.008	-0.04
Si	19.101	10.838	1.599	-0.027	0.004	-0.045
Si	21.74	13.596	1.321	0.015	-0.006	-0.066
Si	24.417	16.268	1.447	-0.038	0.006	-0.059
Si	10.976	2.783	1.472	0.027	0.015	-0.047
Si	24.584	5.434	1.207	-0.001	0.027	-0.045
Si	11.001	8.21	1.458	-0.014	0.001	-0.056
Si	24.397	10.858	1.402	-0.013	-0.017	-0.056
Si	10.921	13.545	1.408	-0.015	-0.036	-0.067
Si	13.723	16.414	1.61	0.026	0.036	-0.064
Si	16.325	2.718	1.376	-0.014	0.021	-0.077
Si	13.715	5.592	1.257	0.038	-0.025	-0.044
Si	16.508	8.065	1.701	-0.01	-0.013	-0.07
Si	13.775	10.853	1.535	-0.014	-0.025	-0.047
Si	16.477	13.617	1.746	0.042	0.02	-0.008
Si	17.713	1.337	2.695	0.008	0	-0.023
Si	20.493	4.032	2.767	0.001	-0.018	0.007
Si	17.786	6.722	3.053	0.016	-0.005	0.044
Si	20.519	9.512	2.895	-0.021	-0.016	0.019
Si	17.748	12.15	2.996	0.016	-0.007	0.035
Si	20.391	14.96	2.716	-0.016	0.011	0.02
Si	23.103	1.376	2.77	-0.011	0.005	0.041
Si	25.836	4.11	2.743	-0.016	0.01	0.008
Si	23.219	6.694	2.75	0.043	-0.011	0.005
Si	25.725	9.609	2.909	-0.001	0.013	0.024
Si	23.076	12.255	2.735	-0.001	0.005	0.006
Si	9.575	14.956	2.72	0.032	0.003	0.002
Si	12.274	1.406	2.873	0.005	0.01	0.042
Si	14.988	4.146	2.72	-0.001	0.034	0.043
Si	12.364	6.827	2.758	-0.01	-0.037	-0.004
Si	15.07	9.469	2.896	-0.013	0.026	0.004
Si	12.333	12.238	2.827	0.007	0.009	0.018
Si	15.095	15.059	2.954	-0.022	-0.013	0.028
Si	16.447	16.399	4.24	0	0.007	0.035
Si	19.082	2.68	4.089	-0.014	-0.003	0.008
Si	16.324	5.375	4.242	-0.017	-0.014	-0.01
Si	19.153	8.16	4.271	-0.014	-0.001	-0.013
Si	16.362	10.826	4.297	0.009	0.002	0.016
Si	19.113	13.615	4.198	0.004	0.013	-0.024
Si	21.74	16.316	4.109	0.011	-0.009	-0.014
Si	24.476	2.742	4.112	0.001	0.002	-0.004
Si	21.829	5.396	4.143	0.016	0.014	-0.005
Si	24.457	8.12	4.182	-0.02	0.008	-0.027
Si	21.806	10.923	4.211	0.009	0.012	-0.006
Si	24.473	13.579	4.101	0.006	-0.016	-0.004
Si	10.91	16.306	4.141	-0.007	0	0.006
Si	13.66	2.796	4.157	0.013	0.009	-0.028
Si	11.005	5.48	4.163	0.016	0	0.013
Si	13.661	8.142	4.206	0.011	-0.005	0.004
Si	10.973	10.899	4.206	0.002	0.003	-0.002
Si	13.666	13.635	4.187	-0.019	-0.017	-0.004
Si	17.72	14.957	16.447	-0.013	-0.021	0.002
Si	20.452	17.699	16.445	0.011	0.016	0.001
Si	17.745	4.074	16.436	0	0.009	-0.012
Si	20.463	6.796	16.39	-0.006	0.013	0.003
Si	17.702	9.533	16.342	-0.004	0.019	-0.011
Si	20.46	12.274	16.433	-0.002	0.007	0
Si	23.155	14.993	16.415	0.011	0.011	-0.002
Si	9.509	17.66	16.376	0.004	-0.008	-0.011
Si	23.142	4.073	16.357	-0.015	-0.007	-0.003
Si	9.501	6.76	16.379	-0.009	-0.004	-0.005
Si	23.161	9.536	16.421	-0.005	-0.02	-0.003
Si	9.562	12.204	16.384	-0.004	0.02	-0.005
Si	12.28	14.909	16.389	-0.012	-0.005	-0.012
Si	15.008	17.617	16.397	-0.009	0.008	0.001
Si	12.186	4.011	16.336	-0.009	-0.004	-0.018
Si	14.981	6.81	16.392	0.005	0.005	0.006
Si	12.291	9.503	16.427	-0.004	0.001	0.02
Si	15.026	12.259	16.387	0.022	-0.002	-0.015
Si	19.108	16.311	17.797	-0.012	0.004	-0.003
Si	21.827	19.075	17.793	0.007	-0.008	0.022
Si	19.126	5.457	17.781	0.012	-0.01	0.004
Si	21.819	8.136	17.768	0.01	0.018	0.017
Si	19.036	10.899	17.695	-0.007	-0.004	0.005
Si	21.828	13.653	17.812	-0.019	-0.01	-0.014
Si	24.536	16.312	17.797	-0.004	0.001	0.021
Si	10.829	19.014	17.768	0.011	0.017	0.001
Si	24.519	5.411	17.687	0.017	-0.002	-0.016
Si	10.873	8.107	17.713	0.018	-0.013	0.021
Si	24.518	10.952	17.738	0.013	0.005	-0.008
Si	10.982	13.491	17.75	0	-0.01	0.001
Si	13.629	16.261	17.752	0.012	-0.018	-0.003
Si	16.402	18.958	17.736	0.018	0.006	0.008
Si	13.551	5.388	17.612	-0.012	0.012	-0.029
Si	16.376	8.188	17.732	-0.004	0.002	-0.013
Si	13.712	10.888	17.749	0.008	0.009	-0.018
Si	16.322	13.627	17.813	0.003	-0.006	0.005
Si	17.757	17.626	19.186	-0.012	0.005	0.01
Si	20.485	4.118	19.18	0.018	0.02	-0.008
Si	17.761	6.865	19.081	0.032	0.032	-0.03
Si	20.383	9.532	19.016	-0.025	-0.024	-0.047
Si	17.725	12.256	19.105	-0.007	-0.009	-0.018
Si	20.501	15.026	19.204	0.006	0.016	0.009
Si	23.245	17.756	19.151	0.006	-0.011	-0.018
Si	9.489	4.012	19.225	-0.009	0.007	-0.004
Si	23.229	6.742	19.092	-0.02	0.007	-0.013
Si	9.642	9.555	19.092	0.017	-0.004	-0.014
Si	23.21	12.312	19.164	0.032	0.012	0.008
Si	25.875	14.908	19.17	-0.027	-0.015	-0.033
Si	12.205	17.599	19.032	-0.01	-0.003	-0.029
Si	14.923	4.019	18.889	-0.032	-0.004	-0.037
Si	12.161	6.633	19.021	-0.038	-0.062	-0.025
Si	15.052	9.534	19.129	0.026	0.038	0.012
Si	12.437	12.218	19.186	0.005	0.037	-0.006
Si	14.937	14.959	19.227	0.01	-0.02	-0.013
Si	16.329	16.3	20.57	0.011	-0.022	0.028
Si	19.154	19.016	20.518	0.014	0.003	0.035
Si	16.318	5.393	20.149	-0.024	-0.006	0.033
Si	19.106	8.212	20.502	-0.009	0.003	0.077
Si	16.41	10.91	20.547	0	-0.001	0.078
Si	19.099	13.626	20.473	-0.035	-0.018	0.044
Si	21.916	16.412	20.542	0.026	0.01	0.054
Si	24.611	19.06	20.621	0.018	-0.004	0.056
Si	21.932	5.416	20.563	0.002	-0.041	0.04
Si	24.578	8.202	20.347	-0.015	-0.009	0.041
Si	21.73	10.929	20.311	-0.029	0.001	0.035
Si	24.576	13.558	20.677	0.022	0.019	0.019
Si	10.809	16.195	20.274	0.004	-0.028	0.068
Si	13.604	18.967	20.277	0.011	0.002	0.049
Si	10.89	5.301	20.609	0.039	0.021	0.043
Si	13.63	7.993	20.184	-0.009	-0.017	0.035
Si	11.211	10.713	20.485	0.009	-0.066	0.025
Si	13.653	13.618	20.734	-0.006	-0.005	0.034
Si	17.525	14.724	21.824	0.095	0.132	-0.738
Si	20.786	17.98	21.904	-0.115	-0.123	-0.752
Si	17.371	3.855	21.465	0.272	-0.025	-0.723
Si	20.781	7.089	21.709	-0.146	-0.114	-0.722
Si	18.093	9.884	21.852	-0.164	-0.255	-0.76
Si	20.317	12.105	21.772	0.125	0.179	-0.69
Si	23.513	15.305	21.895	-0.112	-0.172	-0.78
Si	9.334	17.316	21.688	0.033	0.22	-0.697
Si	23.062	20.186	22.023	0.144	0.189	-0.661
Si	9.752	7.04	21.721	0.005	-0.161	-0.662
Si	22.901	9.345	21.495	0.123	-0.053	-0.711
Si	26.167	12.279	21.977	-0.251	-0.089	-0.63
Si	11.82	14.743	21.818	0.348	0.132	-0.718
Si	15.123	17.963	21.722	-0.154	-0.335	-0.619
Si	12.618	4.098	21.8	-0.463	-0.23	-0.625
Si	14.735	6.425	21.463	0.251	0.173	-0.722
Si	12.282	8.922	21.803	0.071	0.374	-0.606
Si	15.348	12.456	21.995	-0.268	-0.091	-0.716
Si	8.9	15.701	26.057	0.036	0.037	-0.193
Si	19.58	6.414	24.547	-0.018	0.152	0.013
Si	11.093	16.78	23.986	0.004	-0.029	-0.108
Si	25.759	8.556	28.702	-0.137	0.112	0.115
Si	20.076	11.332	27.492	0.012	-0.089	-0.025
Si	24.913	4.611	24.56	-0.091	0.033	-0.076
Si	30.338	13.443	27.991	-0.015	-0.036	0.056
Si	18.041	11.532	31.648	0.113	-0.052	0.115
Si	24.1	11.01	28.568	-0.081	0.057	-0.067
Si	16.267	5.413	26.62	0.033	-0.163	-0.038
Si	8.752	6.622	24.585	0.025	0.002	-0.077
Si	22.642	11.897	26.035	-0.049	-0.082	-0.028
Si	16.823	7.15	30.818	0.076	0.102	0.08
Si	27.457	13.909	27.539	0.114	-0.054	0.041
Si	26.674	9.155	31.611	0.036	-0.011	0.114
Si	8.441	10.772	23.915	0.004	-0.066	-0.1
Si	18.597	5.964	28.541	-0.065	0.018	0.051
Si	27.633	20.224	28.54	-0.1	-0.114	0.008
Si	20.579	20.989	31.454	-0.009	-0.033	-0.03
Si	19.668	18.294	30.14	0.106	-0.063	0.055
Si	21.771	7.212	30.88	-0.095	0.02	0.077
Si	21.41	10.073	29.75	-0.079	0.091	0.041
Si	17.912	18.13	25.736	0.005	0.002	-0.017
Si	17.265	8.596	24.642	0.041	-0.07	-0.148
Si	14.249	17.404	29.213	0.045	-0.059	0.084
Si	14.335	7.985	23.961	-0.04	0.079	-0.217
Si	28.247	11.827	31.334	-0.069	0.015	0.066
Si	23.657	6.339	28.596	-0.044	-0.109	0.138
Si	25.768	13.247	29.927	-0.037	-0.044	0.065
Si	31.02	10.905	30.915	0.14	-0.007	0.224
Si	14.941	20.958	30.844	-0.054	-0.096	0.138
Si	23.429	19.734	31.834	0.009	-0.056	0.164
Si	23.715	14.819	31.796	-0.08	-0.161	0.089
Si	16.612	18.378	30.673	0.057	0.007	0.235
Si	20.29	12.747	29.997	0.037	-0.135	0.098
Si	19.79	19.76	27.749	0.069	0.059	-0.024
Si	17.165	10.631	26.781	-0.075	-0.022	0.042
Si	30.079	20.013	25.268	-0.071	0.134	-0.124
Si	9.977	8.745	25.87	0.001	0.041	-0.017
Si	19.373	16.101	24.027	0.078	0.016	-0.122
Si	24.867	19.784	29.222	-0.001	0.07	0.009
Si	33.867	16.064	27.052	0.155	0.001	0.029
Si	17.725	4.354	24.301	-0.018	-0.088	0.005
Si	14.732	11.516	24.985	0.112	0.025	-0.084
Si	29.196	17.621	28.815	-0.05	0.121	0.057
Si	21.047	6.062	27.048	-0.087	-0.162	0.026
Si	13.396	18.567	24.156	0.063	0.052	-0.146
Si	27.943	8.325	26.682	-0.152	0.071	-0.142
Si	20.982	15.56	31.2	-0.093	0.06	0.119
Si	21.627	13.954	24.037	-0.09	-0.072	-0.116
Si	32.093	10.132	28.071	0.056	0.012	0.061
Si	25.743	18.912	26.66	0.02	-0.019	0.034
Si	13.187	14.553	29.059	-0.052	-0.038	0.036
Si	29.261	17.044	31.884	-0.082	-0.049	0.026
Si	17.753	14.971	5.56	-0.002	-0.01	0.01
Si	20.403	1.337	5.5	-0.006	0.005	-0.01
Si	17.729	4.015	5.521	0.012	0.001	0
Si	20.495	6.759	5.554	0.002	0.006	0.006
Si	17.751	9.49	5.615	0.005	-0.006	0.01
Si	20.449	12.266	5.567	-0.006	-0.008	0.014
Si	23.122	14.963	5.458	0.003	-0.01	-0.004
Si	25.829	1.375	5.478	-0.011	0.01	0.004
Si	23.144	4.055	5.529	-0.001	-0.01	0
Si	25.826	6.795	5.54	0	0.001	0.005
Si	23.125	9.504	5.539	0.015	-0.006	0.004
Si	25.809	12.27	5.529	0.001	-0.012	0.011
Si	12.28	14.976	5.525	0.011	0.016	0.014
Si	15.021	1.426	5.528	-0.002	0.013	0.006
Si	12.31	4.11	5.549	0.002	0.004	0.012
Si	14.999	6.778	5.577	-0.002	0.003	0.004
Si	12.305	9.515	5.556	0.004	0.004	0.003
Si	14.995	12.25	5.565	-0.015	-0.003	-0.001
Si	19.088	16.324	6.918	-0.001	-0.015	-0.006
Si	21.761	2.702	6.863	0.002	0.002	0.005
Si	19.08	5.408	6.87	-0.003	-0.007	-0.007
Si	21.79	8.156	6.921	-0.004	0.002	-0.008
Si	19.085	10.901	6.925	-0.004	0.01	0.001
Si	21.81	13.622	6.891	-0.002	-0.01	-0.009
Si	24.471	16.324	6.83	0	0.011	-0.011
Si	27.181	2.718	6.851	-0.004	0.004	-0.012
Si	24.478	5.431	6.891	-0.007	0.011	0.003
Si	27.183	8.166	6.875	0.004	0.004	0.002
Si	24.489	10.868	6.88	0.004	0.006	-0.013
Si	27.19	13.61	6.862	0.001	-0.003	-0.002
Si	13.649	16.352	6.862	-0.005	0	-0.001
Si	16.372	2.721	6.932	0.005	-0.006	-0.012
Si	13.641	5.443	6.942	0.001	0.007	0
Si	16.368	8.13	6.933	0.006	-0.008	-0.002
Si	13.649	10.878	6.917	-0.011	0.008	0
Si	16.364	13.616	6.9	0.002	0.004	0.003
Si	17.717	17.669	8.275	-0.014	-0.006	0.001
Si	20.421	4.06	8.244	-0.01	-0.002	-0.006
Si	17.731	6.764	8.262	-0.014	0.003	0
Si	20.428	9.52	8.27	-0.009	-0.012	0
Si	17.712	12.253	8.269	0.004	-0.007	-0.004
Si	20.444	14.961	8.259	0.005	0.014	0.001
Si	23.123	17.669	8.217	-0.006	-0.012	-0.004
Si	25.842	4.073	8.229	0	0.001	0.001
Si	23.14	6.793	8.264	0.008	0.007	0.007
Si	25.838	9.516	8.241	0	-0.002	0.005
Si	23.141	12.236	8.238	0.003	0	-0.006
Si	25.829	14.975	8.204	0.017	0.003	-0.01
Si	12.28	17.69	8.236	0.01	0.002	-0.012
Si	15.008	4.081	8.282	0.008	0.02	-0.001
Si	12.277	6.805	8.278	0.01	-0.01	0.003
Si	15.008	9.511	8.27	0.006	-0.002	-0.008
Si	12.276	12.244	8.25	-0.004	-0.011	-0.001
Si	14.993	14.982	8.238	-0.003	-0.002	-0.002
Si	16.348	16.32	9.622	0.013	-0.002	0.002
Si	19.069	2.715	9.622	-0.005	0	-0.001
Si	16.363	5.433	9.638	-0.001	-0.015	0.003
Si	19.069	8.151	9.615	-0.009	0.009	0.003
Si	16.361	10.878	9.62	-0.008	0	0.002
Si	19.076	13.61	9.616	0.001	0	-0.001
Si	21.787	16.323	9.609	-0.002	-0.011	0
Si	24.475	2.717	9.573	0.003	0.006	-0.004
Si	21.767	5.434	9.602	-0.003	0.01	-0.006
Si	24.492	8.16	9.609	0.006	0.003	0.004
Si	21.786	10.889	9.61	0.002	0.007	-0.004
Si	24.491	13.606	9.579	0.001	-0.018	-0.003
Si	10.92	16.323	9.594	0.001	0	0.002
Si	13.633	2.717	9.618	0.013	0.001	-0.002
Si	10.913	5.429	9.608	-0.002	0.007	-0.003
Si	13.643	8.157	9.629	-0.009	0.003	-0.004
Si	10.917	10.888	9.608	0.003	-0.007	0.002
Si	13.639	13.609	9.595	-0.005	0.001	-0.001
Si	17.717	14.968	10.973	-0.01	-0.008	0.002
Si	20.429	17.676	10.971	0.003	0.005	0.003
Si	17.71	4.066	10.989	-0.009	0.008	0.004
Si	20.424	6.797	10.975	-0.006	-0.003	-0.002
Si	17.714	9.513	10.979	0.001	-0.011	0.002
Si	20.428	12.245	10.971	-0.006	-0.008	-0.003
Si	23.134	14.952	10.954	0.004	0.01	-0.001
Si	25.834	17.681	10.922	0.001	0.005	-0.001
Si	23.128	4.075	10.947	-0.006	-0.002	-0.005
Si	25.849	6.794	10.95	0.007	-0.002	0.009
Si	23.139	9.527	10.963	0.004	-0.011	0.001
Si	25.842	12.244	10.933	0.007	0.011	0
Si	12.271	14.953	10.958	0.008	-0.006	0
Si	14.991	17.678	10.982	-0.005	-0.003	-0.002
Si	12.271	4.073	10.979	-0.002	0.003	-0.003
Si	14.997	6.792	10.99	0.009	0.009	0
Si	12.271	9.52	10.964	0.001	0.007	-0.002
Si	14.995	12.245	10.958	0	0	0.001
Si	19.073	16.326	12.338	0.001	0.001	-0.001
Si	21.785	2.719	12.319	-0.004	0.006	-0.004
Si	19.066	5.435	12.333	-0.007	-0.008	0
Si	21.784	8.168	12.322	0.004	0.01	0.002
Si	19.08	10.878	12.328	-0.003	0.012	-0.005
Si	21.776	13.608	12.332	-0.005	-0.01	-0.001
Si	24.486	16.324	12.291	0.003	-0.007	0.005
Si	27.191	2.724	12.269	-0.008	0.003	0.001
Si	24.482	5.44	12.299	-0.003	-0.002	-0.004
Si	27.209	8.162	12.29	0.001	-0.001	0.003
Si	24.494	10.892	12.312	0.002	0.004	0.003
Si	27.195	13.62	12.264	0.011	-0.002	0.003
Si	13.633	16.301	12.321	0.001	0.006	-0.002
Si	16.35	2.711	12.353	0.005	0.001	0.004
Si	13.634	5.426	12.346	0.006	0.004	-0.003
Si	16.356	8.155	12.342	-0.007	0.008	-0.001
Si	13.627	10.886	12.31	-0.007	-0.018	-0.004
Si	16.364	13.595	12.316	0.008	0	0
Si	17.723	17.679	13.709	-0.007	0.002	0
Si	20.431	4.075	13.677	0.004	0.009	0.001
Si	17.712	6.787	13.7	0.003	0	0.005
Si	20.438	9.527	13.693	-0.006	-0.005	-0.001
Si	17.734	12.252	13.679	-0.004	-0.021	0.005
Si	20.427	14.973	13.704	-0.008	0.009	0.008
Si	23.139	17.673	13.667	0.001	0.004	0.004
Si	25.832	4.069	13.641	0.006	0.007	0
Si	23.148	6.812	13.669	-0.008	-0.01	0.003
Si	25.858	9.527	13.655	0.016	-0.011	0.01
Si	23.135	12.246	13.682	0.007	0.002	0.003
Si	25.843	14.972	13.639	-0.008	0.007	0
Si	12.263	17.646	13.676	0.01	-0.02	0.008
Si	14.987	4.063	13.719	-0.008	0.002	0.002
Si	12.262	6.793	13.686	-0.014	0.009	0.007
Si	14.985	9.532	13.667	-0.007	0.02	0.003
Si	12.264	12.222	13.68	0.008	0.006	0.004
Si	15.004	14.944	13.672	0.001	-0.015	-0.005
Si	16.371	16.285	15.04	0.006	0.006	0.004
Si	19.094	2.725	15.063	0.002	-0.003	0.007
Si	16.361	5.427	15.075	0.006	0.002	-0.003
Si	19.085	8.152	15.039	-0.007	0.002	0.006
Si	16.354	10.899	15.006	0.003	0	-0.012
Si	19.079	13.607	15.069	-0.005	-0.003	-0.003
Si	21.789	16.34	15.058	-0.011	-0.01	0
Si	24.501	2.699	15.023	-0.009	0.01	0.001
Si	21.794	5.441	15.012	0.002	-0.002	-0.003
Si	24.502	8.178	15.03	0.007	0.01	0.006
Si	21.792	10.89	15.063	0.005	0.008	0.008
Si	24.485	13.633	15.015	0.002	0.005	0.006
Si	10.905	16.295	15.051	0.004	-0.001	0.001
Si	13.621	18.984	15.046	-0.001	0.001	-0.001
Si	10.866	5.419	15.004	-0.002	-0.019	-0.004
Si	13.634	8.171	15.028	0.012	-0.001	-0.001
Si	10.915	10.837	15.036	-0.008	-0.007	0.01
Si	13.642	13.581	15.019	0.008	-0.005	0.006
Si	41.559	20.651	33.717	-0.208	0.127	0.751
Si	36.888	1.111	0.193	-0.162	0.012	0.654
Si	33.54	4.45	0.133	0.125	-0.24	0.724
Si	43.395	12.951	33.753	0.434	-0.225	0.683
Si	33.998	9.277	0.148	-0.127	0.211	0.736
Si	36.443	12.368	0.007	0.15	-0.167	0.737
Si	39.07	15.223	0.096	0.138	-0.121	0.747
Si	41.756	1.543	0.01	0.204	-0.094	0.699
Si	39.366	3.591	0.049	-0.079	0.247	0.683
Si	48.877	12.823	33.634	0.359	-0.103	0.646
Si	39.481	9.087	0.091	-0.046	0.166	0.796
Si	25.993	12.139	0.276	-0.237	0.076	0.757
Si	36.098	20.706	33.576	-0.272	0.338	0.718
Si	38.173	7.751	33.737	0.066	-0.138	0.693
Si	28.58	3.847	0.152	0.004	0.057	0.608
Si	31.342	6.647	0.336	-0.095	0.024	0.652
Si	28.095	9.833	0.152	0.339	-0.202	0.809
Si	30.967	12.356	0.031	0.226	-0.135	0.74
Si	35.25	16.235	1.316	0.008	-0.023	-0.068
Si	37.999	2.567	1.607	0.01	-0.023	-0.032
Si	35.15	5.43	1.511	0.011	-0.001	-0.062
Si	37.87	7.919	1.278	-0.049	-0.006	-0.027
Si	35.259	10.843	1.346	0.004	-0.008	-0.028
Si	37.976	13.56	1.332	-0.014	0.017	-0.034
Si	40.677	16.318	1.406	-0.025	0.004	-0.043
Si	27.197	2.625	1.544	-0.017	0.013	-0.009
Si	40.51	5.289	1.288	-0.006	-0.025	-0.038
Si	27.11	8.3	1.616	0.001	0.007	-0.023
Si	40.678	10.746	1.274	0.002	-0.021	-0.045
Si	27.245	13.704	1.387	0.051	-0.009	-0.055
Si	29.83	16.309	1.197	0.01	-0.031	-0.062
Si	32.477	2.74	1.305	-0.015	-0.002	-0.05
Si	29.754	5.408	1.472	-0.007	-0.006	-0.058
Si	32.561	8.148	1.599	0.008	-0.006	-0.037
Si	29.821	10.852	1.383	-0.018	0.005	-0.061
Si	32.602	13.536	1.252	0	-0.003	-0.046
Si	33.888	1.343	2.619	-0.003	0.009	0.006
Si	36.597	4.043	2.755	0.001	0.025	0.005
Si	33.916	6.798	2.933	0	-0.011	0.03
Si	36.649	9.443	2.65	0.002	-0.012	0.009
Si	33.909	12.203	2.705	-0.014	0.01	0.008
Si	36.63	14.915	2.726	0.015	0.022	0.04
Si	39.414	1.286	2.899	0.01	-0.024	0.037
Si	42.087	4.065	2.578	-0.006	-0.03	0.016
Si	39.231	6.648	2.707	0.031	0.019	-0.004
Si	42.078	9.37	2.583	0.028	-0.011	0.028
Si	39.374	12.177	2.631	0.008	-0.008	-0.002
Si	25.832	14.958	2.766	-0.009	-0.023	0.011
Si	28.558	1.23	2.778	0.03	-0.02	0.023
Si	31.18	4.06	2.785	0.026	0.012	0.032
Si	28.479	6.831	2.818	-0.01	-0.015	0.009
Si	31.161	9.54	2.804	0.004	0.029	0.02
Si	28.532	12.274	2.763	-0.031	-0.023	0.036
Si	31.251	14.972	2.587	-0.014	0.008	0.013
Si	32.574	16.306	4.02	-0.01	-0.025	0.009
Si	35.243	2.659	4.055	-0.014	-0.014	0.011
Si	32.537	5.395	4.181	-0.014	0.005	-0.003
Si	35.335	8.174	4.149	0.004	-0.008	-0.01
Si	32.566	10.887	4.112	0.016	0.007	0.007
Si	35.279	13.555	4.072	-0.006	0.009	-0.006
Si	37.998	16.232	4.134	-0.011	-0.005	-0.006
Si	40.812	2.718	4.08	-0.012	0.015	-0.011
Si	37.958	5.357	4.141	-0.01	-0.01	0.025
Si	40.686	8.063	3.97	0.001	0.02	-0.002
Si	38.019	10.819	4.003	-0.007	-0.014	-0.007
Si	40.735	13.535	4.003	-0.015	0.002	0.002
Si	27.166	16.289	4.158	0.013	0.021	0.002
Si	29.881	2.649	4.125	-0.005	0.005	-0.003
Si	27.153	5.447	4.156	-0.019	-0.01	0.005
Si	29.854	8.16	4.166	-0.002	0.003	0.005
Si	27.161	10.951	4.17	0.013	0.016	-0.011
Si	29.928	13.631	4.058	0.02	0.006	-0.028
Si	33.974	14.9	16.249	0.005	-0.02	0.004
Si	36.718	17.722	16.308	0.026	0.021	0.001
Si	34.089	4.094	16.282	0.014	-0.016	-0.001
Si	36.737	6.808	16.33	-0.012	0.019	0.008
Si	34.006	9.516	16.293	-0.008	0.01	-0.011
Si	36.697	12.196	16.293	-0.026	-0.004	0
Si	39.416	14.948	16.295	0.014	-0.004	-0.002
Si	25.862	17.669	16.393	0.001	-0.02	0.009
Si	39.427	4.137	16.342	-0.011	0.011	0.016
Si	25.877	6.811	16.36	0.01	-0.015	0.001
Si	39.41	9.472	16.363	0.003	-0.012	0.002
Si	25.856	12.273	16.338	0.015	-0.01	-0.004
Si	28.55	14.951	16.306	-0.006	-0.018	-0.007
Si	31.267	17.664	16.214	-0.01	0.002	-0.007
Si	28.523	4.061	16.307	-0.002	-0.006	-0.01
Si	31.329	6.836	16.278	0.014	0.02	0.002
Si	28.617	9.562	16.273	0.009	0.009	-0.012
Si	31.267	12.236	16.292	-0.009	0.005	-0.014
Si	35.338	16.274	17.544	-0.032	0.004	-0.011
Si	38.051	19.128	17.689	-0.02	-0.023	0.003
Si	35.409	5.463	17.713	-0.001	-0.011	0.01
Si	38.07	8.108	17.775	0.021	0.006	0.022
Si	35.32	10.872	17.678	0.01	-0.011	0.026
Si	38.044	13.56	17.635	-0.004	-0.002	-0.009
Si	40.815	16.334	17.588	0	-0.018	-0.014
Si	27.201	19.04	17.754	0.007	0.002	0.001
Si	40.722	5.477	17.817	-0.006	0.02	0.004
Si	27.248	8.258	17.621	-0.007	-0.008	0
Si	40.757	10.877	17.68	0.017	0.001	-0.014
Si	27.209	13.611	17.703	-0.001	0.046	0.024
Si	29.888	16.361	17.599	0.011	0.024	-0.011
Si	32.709	18.974	17.49	0.004	0.004	-0.012
Si	29.911	5.475	17.532	-0.013	-0.018	0.017
Si	32.685	8.171	17.686	-0.01	-0.022	-0.006
Si	29.984	10.849	17.685	-0.002	-0.007	0.005
Si	32.581	13.607	17.652	-0.025	-0.021	0.024
Si	33.953	17.563	18.896	-0.045	-0.029	0.006
Si	36.749	4.163	19.16	0.057	0.013	0.023
Si	34.004	6.789	19.062	0.02	-0.007	-0.007
Si	36.655	9.484	19.052	-0.04	0.017	-0.005
Si	33.905	12.219	19.009	-0.01	-0.031	-0.033
Si	36.668	14.949	18.921	-0.02	0.001	-0.005
Si	39.476	17.724	18.897	0.014	0.023	-0.024
Si	25.847	4.108	19.112	-0.029	-0.004	0.003
Si	39.373	6.804	19.309	-0.011	0.013	-0.007
Si	25.918	9.601	19.034	0.012	0.014	-0.005
Si	39.375	12.213	19.025	0.015	-0.004	-0.002
Si	42.106	15.019	19.036	0.005	0.024	-0.028
Si	28.552	17.619	19.063	0.01	-0.033	-0.004
Si	31.312	4.033	18.698	-0.008	0.005	-0.055
Si	28.658	6.926	18.899	0.032	0.002	-0.038
Si	31.391	9.538	19.088	-0.006	0.043	-0.005
Si	28.6	12.223	18.976	0.004	-0.012	-0.029
Si	31.232	15.057	18.959	0.012	-0.005	-0.028
Si	32.529	16.387	20.402	-0.032	0.012	0.045
Si	35.293	18.937	20.171	0.034	-0.01	-0.044
Si	32.551	5.31	20.155	-0.003	0.017	0.061
Si	35.368	8.087	20.492	0.01	0.008	0.049
Si	32.694	10.849	20.564	0.025	0.026	0.062
Si	35.165	13.741	20.247	-0.031	0.026	0.022
Si	38.09	16.342	20.126	0.038	-0.022	0.054
Si	40.736	18.969	20.46	-0.024	-0.007	0.06
Si	38.108	5.392	20.816	0	-0.035	0.016
Si	40.552	8.38	20.679	-0.088	0.049	0.065
Si	37.915	10.962	20.391	0.016	-0.007	0.071
Si	40.689	13.632	20.331	-0.008	0.028	0.043
Si	27.252	16.257	20.53	0.01	-0.001	0.032
Si	30.035	19.065	20.121	0.024	-0.03	0.029
Si	27.225	5.652	20.196	-0.062	0.044	0.05
Si	30.065	8.135	20.382	0.013	-0.019	0.07
Si	27.31	10.917	20.424	0.014	0	0.039
Si	29.903	13.657	20.247	-0.001	0.012	0.057
Si	33.671	14.841	21.724	0.159	0.193	-0.706
Si	36.887	17.82	21.416	-0.116	-0.012	-0.784
Si	33.643	19.997	21.375	-0.078	-0.104	-0.621
Si	36.813	6.988	22.039	-0.034	-0.246	-0.745
Si	34.417	9.73	21.873	-0.47	-0.142	-0.724
Si	36.302	12.231	21.52	0.204	0.071	-0.77
Si	39.494	15.22	21.596	-0.055	-0.237	-0.763
Si	25.809	17.469	21.941	0.119	0.176	-0.647
Si	39.206	19.848	22.033	0.287	0.486	-0.618
Si	26.284	7.247	21.642	-0.211	-0.194	-0.806
Si	38.722	9.557	22.092	0.411	0.095	-0.667
Si	42.302	12.456	21.507	-0.059	-0.111	-0.619
Si	28.345	14.569	21.771	0.046	0.125	-0.772
Si	31.357	17.978	21.72	-0.052	-0.206	-0.587
Si	28.835	4.38	21.172	0.028	0.145	-0.663
Si	31.069	6.378	21.596	0.091	0.229	-0.743
Si	28.585	9.392	21.66	0.199	0.215	-0.713
Si	31.478	12.603	21.565	0.027	-0.242	-0.709
Si	27.674	16.583	26.279	0.117	0.045	-0.108
Si	35.034	5.141	23.775	0.015	0.159	0.009
Si	29.902	16.239	23.978	-0.069	0.109	-0.063
Si	43.018	19.921	26.398	-0.024	0.005	-0.01
Si	32.539	7.654	26.612	0.032	0.068	-0.06
Si	40.87	18.788	24.49	-0.069	-0.115	-0.164
Si	43.141	5.835	28.683	0.078	0.011	-0.056
Si	34.083	10.552	31.427	-0.076	0.049	0.149
Si	36.86	10.15	26.805	-0.175	-0.029	-0.034
Si	29.481	5.869	27.547	-0.065	0.013	-0.051
Si	25.651	7.443	24.616	-0.104	0.024	-0.054
Si	38.822	11.496	24.773	-0.082	-0.035	-0.328
Si	33.715	7.423	31.118	0.038	-0.031	0.244
Si	41.245	14.359	27.831	0.044	0.006	0.059
Si	44.536	9.073	31.737	-0.019	0.105	0.125
Si	24.522	10.4	23.921	0.24	-0.004	-0.004
Si	32.256	6.22	29.031	-0.086	-0.002	-0.041
Si	43.751	17.925	28.47	0.02	-0.02	0.027
Si	35.957	21.739	30.563	-0.016	-0.175	0.258
Si	31.6	18.208	27.122	-0.065	-0.063	-0.024
Si	38.745	6.918	30.79	-0.004	0.012	0.107
Si	38.942	9.244	28.751	0.015	0.084	0.085
Si	36.829	17.305	27.261	-0.014	-0.06	0.024
Si	34.69	11.336	28.68	-0.016	-0.067	0.038
Si	33.139	13.948	29.13	-0.016	-0.131	0.059
Si	34.53	9.437	24.95	0.054	0.068	-0.153
Si	42.461	11.107	31.477	-0.098	0.121	0.108
Si	41.582	8.241	27.341	0.176	0.025	-0.034
Si	40.049	12.131	29.641	0.152	-0.04	0.103
Si	48.124	9.009	29.193	-0.099	0.145	0.125
Si	31.387	19.267	31.975	0.041	0.089	0.111
Si	41.07	21.263	30.69	0.053	-0.036	0.076
Si	39.466	16.483	31.608	-0.035	-0.025	0.161
Si	32.663	19.653	29.318	0.063	-0.062	0.035
Si	35.017	13.975	31.613	0.037	-0.018	0.112
Si	35.573	18.927	25.502	-0.14	-0.018	-0.045
Si	32.421	11.438	25.383	-0.032	-0.043	-0.044
Si	46.473	18.307	29.532	-0.034	0.092	0.075
Si	28.685	11.462	26.488	-0.056	-0.049	0.066
Si	35.45	16.307	23.812	-0.052	0.016	0.114
Si	40.889	18.356	29.512	0.037	0.025	0.042
Si	48.841	11.242	30.805	-0.138	0.001	0.235
Si	32.084	5.846	24.375	-0.008	-0.082	-0.151
Si	30.039	11.071	23.842	-0.032	-0.123	-0.073
Si	43.847	15.095	29.354	0.07	0.037	-0.038
Si	35.379	19.348	28.543	0.068	0.09	-0.118
Si	27.41	19.452	23.565	-0.052	-0.145	0.017
Si	44.073	9.946	27.407	-0.008	0.023	-0.042
Si	37.941	13.821	31.333	0.005	0.038	0.007
Si	37.499	14.089	23.772	-0.095	0.127	0.022
Si	45.435	7.676	29.167	-0.044	-0.058	-0.006
Si	39.818	17.115	26.995	0.039	0.101	-0.173
Si	31.992	14.438	25.492	-0.06	-0.011	0.016
Si	45.097	16.55	31.616	-0.07	0.08	0.062
Si	33.938	14.95	5.407	0	0.004	0.004
Si	36.638	1.323	5.427	0.015	0.007	0.005
Si	33.935	4.023	5.468	0.004	0.015	-0.004
Si	36.669	6.779	5.483	-0.009	0.013	0.014
Si	33.945	9.527	5.464	-0.003	0.003	0.007
Si	36.672	12.186	5.392	-0.005	0.004	-0.007
Si	39.396	14.874	5.425	0.015	0.009	0.006
Si	42.124	1.324	5.421	0.008	-0.007	0.015
Si	39.403	4.037	5.435	0.008	-0.017	0.005
Si	42.094	6.758	5.342	-0.002	0	0.003
Si	39.392	9.471	5.365	0.008	-0.02	-0.003
Si	42.1	12.174	5.357	-0.002	-0.002	0.003
Si	28.551	14.933	5.473	-0.01	-0.022	-0.011
Si	31.26	1.318	5.462	0.003	0	-0.005
Si	28.526	4.049	5.465	0.012	0.003	-0.002
Si	31.212	6.792	5.51	0.016	-0.013	0.017
Si	28.505	9.54	5.499	-0.001	0.005	-0.01
Si	31.245	12.27	5.461	-0.012	0.011	0.005
Si	35.301	16.287	6.793	-0.014	0.004	-0.006
Si	38.032	2.673	6.776	0.005	-0.008	-0.001
Si	35.307	5.402	6.808	-0.003	-0.003	0.002
Si	38.063	8.141	6.787	-0.003	-0.002	0.003
Si	35.326	10.871	6.8	-0.011	-0.001	-0.007
Si	38.036	13.531	6.777	0.011	-0.006	0.001
Si	40.751	16.276	6.76	-0.013	0.005	0.001
Si	43.501	2.703	6.738	0.001	-0.005	0
Si	40.768	5.418	6.759	-0.008	-0.002	-0.005
Si	43.464	8.122	6.711	-0.002	0.002	0
Si	40.75	10.834	6.74	-0.005	0.006	0.001
Si	43.472	13.562	6.708	0.002	-0.003	-0.008
Si	29.897	16.301	6.829	0.004	0.008	-0.006
Si	32.603	2.673	6.837	0.004	-0.007	0.005
Si	29.871	5.412	6.845	0	0.002	-0.008
Si	32.607	8.149	6.825	-0.002	-0.004	-0.003
Si	29.893	10.896	6.824	-0.001	0.004	-0.007
Si	32.61	13.609	6.813	0.003	0.007	-0.001
Si	33.977	17.648	8.182	0.004	0.002	0
Si	36.697	4.052	8.145	0.012	0.01	-0.01
Si	33.968	6.776	8.167	0.004	-0.003	-0.002
Si	36.7	9.504	8.14	0.001	-0.002	-0.006
Si	33.98	12.242	8.155	0.014	0.014	-0.003
Si	36.69	14.924	8.127	-0.005	0.001	-0.005
Si	39.402	17.639	8.128	-0.01	-0.009	0.006
Si	42.136	4.057	8.107	-0.001	-0.008	-0.005
Si	39.429	6.782	8.133	0.022	0.014	0.005
Si	42.129	9.49	8.097	0.004	-0.001	0.001
Si	39.413	12.193	8.129	-0.02	-0.01	0.004
Si	42.131	14.923	8.103	-0.001	0.003	-0.007
Si	28.548	17.673	8.188	0.004	0.005	-0.006
Si	31.253	4.057	8.183	-0.002	-0.001	-0.002
Si	28.542	6.789	8.209	0.001	-0.01	-0.002
Si	31.256	9.523	8.172	0.007	0	-0.013
Si	28.541	12.236	8.203	-0.008	-0.007	-0.005
Si	31.261	14.956	8.188	-0.008	-0.009	-0.009
Si	32.622	16.306	9.547	-0.005	0.004	0.002
Si	35.349	2.698	9.517	-0.001	-0.009	0
Si	32.62	5.421	9.53	0.001	0.007	0
Si	35.352	8.138	9.497	0.002	-0.007	0.004
Si	32.632	10.873	9.512	-0.008	0.002	-0.002
Si	35.343	13.587	9.513	-0.002	-0.004	0.003
Si	38.052	16.283	9.493	-0.003	0.003	0.003
Si	40.776	2.697	9.466	-0.001	0.009	-0.001
Si	38.07	5.418	9.487	-0.009	-0.003	0.003
Si	40.787	8.143	9.486	-0.002	0	0.005
Si	38.059	10.856	9.504	0.006	0.002	0.01
Si	40.775	13.571	9.48	0	0	0.001
Si	27.187	16.329	9.553	-0.004	0.012	-0.002
Si	29.904	2.708	9.55	-0.005	0.004	-0.005
Si	27.196	5.439	9.58	-0.007	0.013	0.001
Si	29.914	8.157	9.541	0.002	0	-0.002
Si	27.198	10.881	9.577	0.006	-0.007	0.008
Si	29.906	13.597	9.542	0.001	0.005	0
Si	33.995	14.946	10.882	-0.003	-0.001	-0.002
Si	36.718	17.659	10.865	0.002	-0.001	0.004
Si	33.995	4.065	10.876	0	0.005	0.001
Si	36.721	6.783	10.85	0.006	0.008	0.001
Si	34.002	9.505	10.853	0.011	-0.003	-0.006
Si	36.709	12.227	10.862	-0.008	0.008	0.002
Si	39.423	14.935	10.853	-0.01	0	0.006
Si	42.134	17.666	10.834	-0.001	0.001	-0.002
Si	39.439	4.065	10.842	0.011	-0.012	-0.006
Si	42.145	6.788	10.849	-0.001	0.003	0.007
Si	39.427	9.499	10.851	-0.006	-0.002	0
Si	42.133	12.215	10.847	0.005	0.001	0.006
Si	28.548	14.963	10.893	-0.01	-0.005	-0.004
Si	31.27	17.674	10.9	0.002	-0.002	-0.002
Si	28.561	4.074	10.917	0.007	-0.008	-0.002
Si	31.28	6.797	10.888	-0.005	-0.004	-0.001
Si	28.559	9.509	10.91	0.002	-0.001	0
Si	31.276	12.23	10.871	0	-0.001	-0.006
Si	35.359	16.309	12.23	-0.01	0.001	0.005
Si	38.091	2.707	12.208	0.002	0.01	-0.005
Si	35.369	5.432	12.214	0.006	0.003	-0.002
Si	38.078	8.14	12.215	0.007	0.008	0.003
Si	35.36	10.855	12.214	-0.007	0	0.002
Si	38.063	13.585	12.226	-0.005	-0.014	0.002
Si	40.777	16.316	12.207	0.003	-0.002	0.001
Si	43.485	2.719	12.2	0.002	-0.003	-0.004
Si	40.786	5.433	12.212	-0.003	0.002	0.003
Si	43.491	8.147	12.227	0.006	0.005	0.005
Si	40.776	10.858	12.218	-0.01	-0.006	0.001
Si	43.492	13.586	12.206	0.002	0.006	0.001
Si	29.906	16.314	12.246	-0.007	0.005	0.001
Si	32.637	2.717	12.245	-0.005	-0.001	0.002
Si	29.93	5.443	12.254	0.002	0.017	-0.004
Si	32.656	8.156	12.226	0.004	0	0.006
Si	29.924	10.882	12.236	0	-0.002	0.003
Si	32.637	13.577	12.224	-0.01	-0.003	0.004
Si	34.004	17.673	13.585	-0.005	-0.001	0.017
Si	36.749	4.085	13.56	0.002	-0.017	-0.008
Si	34.027	6.799	13.578	0.002	0.001	0.005
Si	36.721	9.498	13.574	0.004	-0.004	-0.003
Si	34	12.212	13.565	0.003	-0.011	-0.009
Si	36.717	14.958	13.593	0.004	0.002	0.009
Si	39.44	17.685	13.594	-0.003	0.01	0.01
Si	42.139	4.084	13.584	0.005	0.002	0.006
Si	39.44	6.797	13.584	-0.007	0.005	-0.002
Si	42.125	9.502	13.595	-0.003	-0.002	0.005
Si	39.406	12.206	13.58	0.007	0.006	0.006
Si	42.13	14.953	13.563	0.002	0.002	0.006
Si	28.55	17.676	13.603	-0.002	-0.005	-0.003
Si	31.297	4.095	13.607	-0.007	-0.002	0.002
Si	28.574	6.792	13.622	0.019	-0.013	0.005
Si	31.298	9.527	13.571	-0.003	0.007	0.001
Si	28.56	12.248	13.582	-0.013	0.018	-0.006
Si	31.266	14.93	13.569	0.011	-0.01	0.001
Si	32.631	16.281	14.9	-0.019	0.006	0.008
Si	35.395	2.729	14.902	0.003	0.026	0.003
Si	32.687	5.449	14.95	0.003	0.001	0.01
Si	35.376	8.154	14.953	0.007	0.003	-0.003
Si	32.644	10.878	14.943	-0.005	-0.002	0.019
Si	35.359	13.559	14.916	-0.021	-0.012	-0.001
Si	38.071	16.335	14.955	-0.021	-0.007	0.008
Si	40.78	2.752	14.965	0.006	-0.004	0.002
Si	38.079	5.455	14.945	0.008	-0.004	0.007
Si	40.781	8.14	14.985	0.003	-0.002	0.01
Si	38.07	10.829	14.962	-0.006	0.001	0.008
Si	40.752	13.592	14.911	0	-0.004	-0.001
Si	27.199	16.333	14.985	0.013	0.013	0.009
Si	29.903	2.737	14.927	0.003	0.008	-0.005
Si	27.189	5.443	14.968	-0.003	-0.011	0.001
Si	29.954	8.175	14.928	-0.009	-0.003	0.008
Si	27.221	10.921	14.969	0.015	0.009	0
Si	29.905	13.591	14.945	-0.005	-0.006	0.003
Si	57.864	20.793	33.621	-0.196	0.122	0.702
Si	53.372	1.043	0.062	-0.186	0.099	0.743
Si	57.419	10.451	33.747	0.029	-0.233	0.692
Si	60.039	13.09	33.72	0.198	-0.062	0.702
Si	57.843	15.326	33.776	-0.122	0.123	0.7
Si	60.085	18.55	33.764	0.091	-0.085	0.712
Si	55.61	15.185	0.101	0.165	-0.128	0.747
Si	65.694	7.754	33.673	0.086	-0.235	0.636
Si	56.05	3.804	0.096	-0.073	0.023	0.734
Si	57.98	6.877	0.143	0.45	-0.257	0.571
Si	55.944	9.376	0.207	-0.281	0.22	0.69
Si	49.528	17.949	33.703	-0.09	0.17	0.722
Si	52.31	20.737	33.761	-0.172	0.105	0.716
Si	47.27	1.471	0.057	0.188	-0.015	0.688
Si	52.498	9.844	33.597	-0.306	0.145	0.703
Si	47.878	6.584	0.111	-0.102	0.016	0.713
Si	51.799	15.783	33.68	0.114	-0.186	0.812
Si	54.538	18.54	33.767	0.112	-0.136	0.743
Si	51.677	16.275	1.265	0.006	-0.019	-0.062
Si	54.45	2.659	1.353	0.028	0.017	-0.07
Si	51.646	5.498	1.345	0.015	0.016	-0.045
Si	54.296	8.168	1.33	-0.021	-0.009	-0.02
Si	51.635	10.91	1.297	0.003	0.001	-0.049
Si	54.37	13.621	1.333	-0.02	-0.002	-0.061
Si	57.231	16.411	1.261	0.011	0.02	-0.028
Si	43.448	2.746	1.14	0.032	-0.002	-0.029
Si	57.047	5.331	1.551	-0.02	-0.052	-0.025
Si	43.348	7.993	1.052	-0.04	0.032	-0.04
Si	57.15	10.954	1.41	0.028	-0.012	-0.045
Si	43.4	13.504	1.249	0.004	-0.012	-0.051
Si	46.094	16.274	1.364	-0.006	-0.02	-0.029
Si	48.935	2.718	1.194	0.001	0.015	-0.056
Si	46.237	5.363	1.251	0.008	0.007	-0.036
Si	49.01	8.15	1.399	0.027	-0.001	-0.04
Si	46.082	10.872	1.269	-0.023	-0.004	-0.044
Si	48.896	13.649	1.193	0.021	-0.014	-0.021
Si	50.293	1.359	2.571	-0.005	-0.017	0.006
Si	53.034	4.071	2.624	0.013	0.013	0.007
Si	50.328	6.809	2.784	-0.012	-0.013	0.032
Si	53	9.573	2.696	0.004	0.006	0.02
Si	50.209	12.25	2.609	-0.017	0.006	0.023
Si	53.009	14.959	2.706	0.012	0.016	0.046
Si	55.838	1.353	2.721	0.001	-0.023	0.03
Si	58.566	4.086	2.794	-0.012	-0.014	0.027
Si	55.631	6.78	2.737	0.006	0.043	0.007
Si	58.453	9.5	2.74	0.005	-0.002	0.027
Si	55.738	12.286	2.701	-0.011	0.005	0.011
Si	42.081	14.897	2.63	0.024	0.004	0.023
Si	44.717	1.358	2.626	-0.016	0.018	0.013
Si	47.579	4.021	2.648	0.016	0.017	0.025
Si	44.788	6.754	2.501	0.012	0.022	-0.002
Si	47.519	9.524	2.598	0.004	0.024	0.007
Si	44.768	12.205	2.683	0.002	0.005	0.027
Si	47.573	14.974	2.645	-0.007	-0.012	0.018
Si	48.932	16.34	3.987	0.008	-0.004	-0.001
Si	51.65	2.707	3.966	0.002	-0.005	0.007
Si	48.91	5.407	4.034	-0.003	-0.005	-0.008
Si	51.671	8.201	4.088	-0.003	-0.008	0.003
Si	48.869	10.884	3.988	0.02	0	-0.004
Si	51.609	13.583	4.005	0.011	-0.002	-0.013
Si	54.413	16.319	4.04	-0.009	0.01	-0.02
Si	57.162	2.721	4.098	-0.015	-0.006	-0.008
Si	54.325	5.409	4.081	-0.017	0.008	0.019
Si	57.056	8.149	4.056	0.009	0.005	0.01
Si	54.387	10.904	4.051	-0.005	-0.025	-0.002
Si	57.141	13.661	3.998	0.013	0.009	0.002
Si	43.421	16.285	4.005	-0.004	0.01	0.005
Si	46.163	2.68	3.979	0.009	0.004	-0.023
Si	43.453	5.427	3.94	-0.023	0.006	-0.005
Si	46.152	8.12	3.914	-0.01	-0.021	0.011
Si	43.423	10.778	3.984	-0.005	-0.011	-0.031
Si	46.189	13.584	3.989	-0.009	-0.003	-0.011
Si	50.293	14.956	16.212	0.001	-0.012	-0.021
Si	53.016	17.695	16.282	0.001	-0.003	0.002
Si	50.304	4.104	16.307	0.011	-0.016	-0.005
Si	53.021	6.832	16.31	0.013	0.001	0.005
Si	50.306	9.511	16.331	-0.006	0.005	-0.008
Si	53.04	12.213	16.278	-0.015	0.007	0.005
Si	55.666	14.937	16.221	-0.011	-0.009	-0.004
Si	42.173	17.709	16.282	0.022	0.004	-0.01
Si	55.74	4.129	16.237	0.015	-0.001	-0.005
Si	42.106	6.784	16.396	0.019	-0.018	-0.014
Si	55.727	9.534	16.345	0.002	-0.003	0.012
Si	42.087	12.242	16.287	-0.001	0.003	-0.005
Si	44.828	14.967	16.283	0.003	-0.008	-0.008
Si	47.541	17.721	16.26	0.001	-0.003	-0.006
Si	44.836	4.09	16.349	-0.003	0.003	-0.002
Si	47.579	6.776	16.328	0.005	0.004	0.003
Si	44.795	9.461	16.294	-0.005	-0.003	0.001
Si	47.592	12.226	16.279	0.004	0.016	-0.012
Si	51.66	16.265	17.59	-0.006	-0.001	-0.025
Si	54.374	19.127	17.599	0.002	-0.008	0.02
Si	51.652	5.494	17.683	-0.021	0.005	-0.008
Si	54.376	8.161	17.725	-0.022	0.001	0.009
Si	51.711	10.863	17.673	0	-0.008	0.016
Si	54.368	13.57	17.673	0.016	0.027	0
Si	57.063	16.338	17.444	0.006	0.004	-0.011
Si	43.465	19.064	17.734	-0.012	-0.018	-0.006
Si	57.105	5.449	17.64	-0.016	0.016	-0.001
Si	43.434	8.166	17.763	0.003	0.003	0.005
Si	57.092	10.904	17.723	0.012	-0.009	0.007
Si	43.433	13.616	17.629	0.009	0.025	0.027
Si	46.143	16.398	17.615	-0.01	0.009	-0.02
Si	48.935	19.037	17.629	-0.001	0.016	0.002
Si	46.188	5.46	17.714	-0.009	-0.002	0.022
Si	48.975	8.105	17.697	0.015	-0.018	-0.017
Si	46.224	10.797	17.56	-0.005	-0.002	-0.024
Si	48.958	13.633	17.607	0.005	-0.005	-0.005
Si	50.295	17.605	18.921	-0.03	-0.013	-0.027
Si	53.036	4.167	19.021	0.041	-0.001	-0.012
Si	50.339	6.807	19.162	0.021	0.008	0.001
Si	53.001	9.485	19.139	-0.029	-0.003	-0.028
Si	50.389	12.316	18.957	0.032	0.031	-0.02
Si	52.998	14.938	19.012	-0.043	-0.03	-0.001
Si	55.825	17.755	18.815	0.029	0.025	-0.034
Si	42.082	4.076	19.139	0.033	0.011	-0.016
Si	55.801	6.807	19.05	0	0.002	-0.012
Si	42.015	9.53	19.135	0.039	-0.019	-0.041
Si	55.712	12.249	19.114	0.004	-0.019	0
Si	58.281	14.926	18.822	-0.042	-0.013	-0.024
Si	44.81	17.696	19.103	-0.006	-0.038	0.003
Si	47.592	4.074	19.013	-0.008	0.007	-0.029
Si	44.833	6.835	19.126	0.019	-0.014	-0.037
Si	47.566	9.464	18.966	-0.036	-0.002	-0.009
Si	44.809	12.136	18.821	-0.021	-0.017	-0.051
Si	47.546	15.046	18.874	0.048	-0.006	-0.042
Si	48.889	16.328	20.332	-0.013	0.027	0.028
Si	51.648	19	20.211	-0.012	-0.003	0.016
Si	48.94	5.403	20.444	-0.006	-0.009	0.06
Si	51.658	8.154	20.646	0.032	0.026	0.067
Si	48.973	10.882	20.134	0.039	-0.025	0.049
Si	51.69	13.628	20.509	-0.009	-0.006	0.052
Si	54.442	16.424	20.081	0.016	-0.016	0.029
Si	57.109	19.019	20.35	-0.009	-0.016	0.042
Si	54.438	5.496	20.454	-0.014	0.005	0.039
Si	57.15	8.165	20.456	0.006	0.01	0.047
Si	54.388	10.849	20.498	0.006	-0.007	0.046
Si	57.024	13.702	20.44	0.02	0.034	0.037
Si	43.43	16.373	20.524	-0.025	-0.016	0.051
Si	46.225	19.058	20.395	-0.005	0.007	0.056
Si	43.373	5.499	20.488	0.009	-0.004	0.035
Si	46.285	8.196	20.487	-0.008	-0.026	0.054
Si	43.524	10.877	20.333	0.012	-0.008	0.033
Si	46.13	13.593	20.003	-0.014	0.02	0.033
Si	49.902	14.693	21.665	0.403	0.244	-0.607
Si	53.307	17.926	21.424	-0.148	-0.064	-0.693
Si	50.085	20.018	21.578	0.003	0.198	-0.653
Si	53.431	7.076	21.911	-0.221	-0.052	-0.718
Si	50.357	9.869	21.715	-0.037	-0.329	-0.666
Si	52.761	11.937	21.82	0.196	0.248	-0.758
Si	55.802	15.399	21.654	-0.076	-0.334	-0.684
Si	41.744	17.415	21.908	0.416	0.228	-0.656
Si	55.532	20.115	21.679	0.154	0.224	-0.642
Si	42.247	7.194	21.764	-0.301	-0.353	-0.607
Si	55.648	9.344	21.845	0.099	0.153	-0.685
Si	58.815	12.69	21.611	-0.088	-0.05	-0.75
Si	44.596	14.579	21.433	0.003	0.218	-0.712
Si	47.789	17.868	21.728	-0.206	-0.104	-0.637
Si	45.064	4.36	21.636	-0.162	-0.149	-0.719
Si	47.372	6.535	21.795	0.222	0.272	-0.668
Si	44.653	9.347	21.749	0.354	0.331	-0.61
Si	47.701	12.453	21.23	-0.106	-0.133	-0.723
Si	43.174	13.396	25.683	-0.091	-0.039	-0.074
Si	53.194	5.693	24.775	0.031	-0.041	-0.17
Si	45.316	14.482	24.281	0.039	0.013	-0.065
Si	63.346	6.099	27.644	-0.055	-0.069	0.004
Si	53.126	7.526	27.263	0.07	-0.008	0.067
Si	56.059	20.645	24.706	-0.072	-0.01	-0.127
Si	60.649	6.137	26.67	0.007	0.035	-0.066
Si	53.782	12.356	29.588	0.037	0.064	0.089
Si	54.699	9.928	26.622	0.013	0.01	0.006
Si	46.637	17.1	24.605	-0.004	-0.006	-0.096
Si	42.169	8.036	24.511	-0.004	0.029	-0.048
Si	54.313	12.271	24.565	0.022	-0.068	-0.062
Si	51.78	10.323	30.57	0.068	-0.053	0.211
Si	57.091	15.351	26.835	-0.1	0.133	0.005
Si	60.421	7.607	30.832	0.02	-0.117	0.033
Si	41.712	11.186	24.283	0.109	-0.022	-0.03
Si	47.889	20.831	25.537	-0.016	-0.081	0.072
Si	62.265	18.522	29.233	-0.014	0.027	-0.083
Si	50.991	7.669	29.36	-0.017	0.119	0.086
Si	48.15	18.344	27.028	-0.047	0.057	-0.022
Si	56.411	6.427	31.654	0.071	-0.123	0.087
Si	55.52	7.33	29.025	-0.042	0.127	0.048
Si	53.695	16.922	26.609	-0.046	-0.047	-0.145
Si	48.958	9.884	24.569	0.032	0.112	-0.084
Si	45.026	12.722	28.03	0.017	-0.067	0.145
Si	47.691	7.358	24.818	0.047	-0.079	-0.139
Si	57.966	9.129	31.091	0	-0.014	0.062
Si	60.972	9.059	26.769	-0.072	-0.071	-0.004
Si	55.675	10.245	29.489	-0.132	-0.072	0.001
Si	61.998	11.798	31.729	0.003	0.014	0.11
Si	48.137	19.858	31.624	0.031	-0.071	0.124
Si	61.085	21.425	29.254	0.018	-0.052	0.075
Si	55.961	16.723	31.612	0.012	-0.099	0.143
Si	50.387	5.7	31.605	-0.044	0.016	0.219
Si	54.426	14.009	26.976	0.029	0.137	0.09
Si	50.857	17.603	26.128	-0.037	0.054	-0.082
Si	49.577	12.464	25.646	-0.093	-0.071	-0.054
Si	64.771	19.996	28.631	-0.02	-0.083	0.025
Si	44.975	8.975	24.74	-0.05	0.082	-0.142
Si	50.923	14.924	24.564	-0.092	0.073	-0.051
Si	60.385	16.257	29.208	0.021	-0.085	-0.163
Si	64.59	13.38	28.195	-0.148	-0.05	-0.028
Si	50.805	20.174	24.468	0.034	-0.059	-0.003
Si	47.123	12.084	24.122	0.008	-0.048	0.046
Si	57.505	17.236	29.034	-0.02	-0.031	-0.077
Si	57.21	8.54	26.803	-0.056	-0.057	-0.023
Si	45.251	19.69	24.446	0.082	0.007	-0.019
Si	62.6	14.439	25.928	0.162	0.162	0.171
Si	53.823	14.513	31.68	0.077	0.083	0.138
Si	53.572	15.988	23.684	0.152	0.076	-0.132
Si	62.26	9.664	29.562	-0.11	-0.028	0.11
Si	56.302	18.115	26.606	0.047	0.026	-0.033
Si	47.987	11.836	28.168	0.08	-0.124	0.085
Si	61.822	16.926	31.631	-0.026	0.044	0.08
Si	50.274	14.966	5.364	-0.003	-0.001	0
Si	53.021	1.37	5.359	0.013	0.006	0.002
Si	50.288	4.051	5.368	0.002	0.001	0.003
Si	52.999	6.802	5.432	0.006	0.02	0.018
Si	50.249	9.546	5.378	-0.008	0.005	0.013
Si	52.989	12.249	5.384	-0.006	0.008	0.006
Si	55.77	14.97	5.4	-0.006	-0.005	0.002
Si	58.527	1.347	5.412	0.017	-0.008	0.004
Si	55.752	4.081	5.411	0.009	-0.014	0.006
Si	58.49	6.816	5.385	0.002	0.014	-0.007
Si	55.731	9.532	5.414	-0.011	-0.013	0.02
Si	58.481	12.269	5.369	-0.028	-0.008	0
Si	44.829	14.948	5.35	0.014	-0.002	0.004
Si	47.542	1.345	5.355	0.002	0.007	0.006
Si	44.821	4.071	5.328	-0.008	-0.014	0.001
Si	47.519	6.789	5.333	0.005	0.015	0.005
Si	44.826	9.468	5.339	0.007	-0.001	0.001
Si	47.534	12.233	5.372	-0.011	0.003	0.009
Si	51.651	16.323	6.722	0.004	-0.001	-0.006
Si	54.373	2.72	6.749	-0.013	0.003	0.002
Si	51.62	5.428	6.752	-0.002	-0.004	0.001
Si	54.376	8.163	6.771	0.003	-0.008	0.01
Si	51.627	10.889	6.746	0.002	-0.004	-0.003
Si	54.376	13.607	6.736	0.01	-0.002	-0.003
Si	57.131	16.327	6.763	0.001	0.003	-0.004
Si	59.88	2.733	6.756	-0.006	-0.005	-0.003
Si	57.127	5.449	6.751	-0.003	0.003	-0.002
Si	59.844	8.182	6.753	-0.002	0.004	0.001
Si	57.113	10.907	6.739	0.003	-0.004	0.001
Si	59.851	13.618	6.741	0.006	0.003	-0.012
Si	46.193	16.299	6.726	-0.004	-0.003	-0.002
Si	48.911	2.702	6.724	-0.002	-0.001	-0.002
Si	46.177	5.427	6.712	-0.007	0.009	-0.008
Si	48.885	8.155	6.711	-0.005	-0.003	0.001
Si	46.177	10.85	6.715	0.009	-0.004	0.001
Si	48.908	13.599	6.727	0.001	0	-0.003
Si	50.279	17.671	8.091	-0.004	0	-0.005
Si	53.003	4.081	8.105	0.009	0.005	-0.003
Si	50.25	6.8	8.089	-0.009	-0.005	-0.002
Si	52.992	9.523	8.107	-0.009	-0.01	0.003
Si	50.271	12.249	8.105	0.007	0.008	-0.001
Si	53.011	14.97	8.096	0.005	0.005	-0.003
Si	55.744	17.685	8.107	0.006	0.004	-0.001
Si	58.489	4.084	8.107	0.001	-0.004	-0.007
Si	55.754	6.805	8.112	0.013	0.024	0.003
Si	58.476	9.545	8.103	0.005	0.004	0.004
Si	55.737	12.249	8.101	-0.009	-0.004	-0.002
Si	58.487	14.964	8.117	-0.014	-0.011	0.001
Si	44.854	17.666	8.103	0.02	0.016	0.001
Si	47.552	4.076	8.082	0.006	-0.004	0.001
Si	44.829	6.782	8.091	-0.004	-0.008	0
Si	47.544	9.512	8.095	-0.002	-0.005	-0.003
Si	44.831	12.215	8.089	0.005	0.001	0.004
Si	47.55	14.946	8.098	0	0.001	-0.001
Si	48.918	16.31	9.454	-0.002	-0.008	-0.001
Si	51.635	2.719	9.461	-0.002	0.001	-0.002
Si	48.901	5.439	9.46	-0.006	0.01	-0.003
Si	51.624	8.155	9.454	-0.008	-0.005	-0.003
Si	48.911	10.874	9.461	0.002	0	-0.002
Si	51.643	13.608	9.459	0.003	0.001	0.004
Si	54.373	16.326	9.465	0.002	-0.004	-0.001
Si	57.107	2.731	9.463	-0.006	0	0.002
Si	54.369	5.446	9.459	-0.002	-0.011	0.001
Si	57.111	8.179	9.461	-0.003	-0.004	0.004
Si	54.368	10.887	9.456	0.016	0.004	-0.001
Si	57.105	13.606	9.464	0.006	0.006	0.002
Si	43.487	16.301	9.462	0.005	-0.004	-0.007
Si	46.208	2.713	9.462	-0.005	-0.013	0
Si	43.488	5.425	9.472	0	0	0
Si	46.188	8.149	9.461	0.007	0.008	0.002
Si	43.482	10.857	9.468	-0.007	0.004	0
Si	46.193	13.578	9.46	0.01	0.003	0
Si	50.274	14.957	10.825	-0.003	0.013	0.001
Si	53	17.684	10.825	0.005	0.003	0.003
Si	50.276	4.088	10.822	-0.008	-0.003	0.005
Si	52.996	6.803	10.816	0.002	0.012	-0.001
Si	50.274	9.514	10.828	0.003	-0.001	0.002
Si	53.008	12.245	10.819	0	-0.002	0.002
Si	55.738	14.964	10.823	0	-0.008	0.001
Si	58.469	17.689	10.822	-0.006	-0.002	0.001
Si	55.731	4.09	10.819	0.005	0.001	0.001
Si	58.471	6.816	10.819	0.005	0.012	0.001
Si	55.733	9.529	10.815	-0.002	-0.003	0.002
Si	58.467	12.247	10.827	-0.001	-0.007	0.002
Si	44.844	14.946	10.83	0.002	-0.003	0.003
Si	47.57	17.676	10.824	0.014	0.002	-0.003
Si	44.848	4.069	10.832	0.013	-0.005	-0.002
Si	47.549	6.799	10.834	-0.008	-0.007	0.002
Si	44.841	9.505	10.845	0.004	-0.003	0.002
Si	47.555	12.227	10.835	0.003	0.002	0.005
Si	51.628	16.326	12.183	-0.008	-0.019	0.001
Si	54.364	2.732	12.182	-0.006	0	0
Si	51.638	5.447	12.191	0	-0.007	-0.002
Si	54.357	8.174	12.168	0.003	-0.007	-0.004
Si	51.651	10.874	12.179	0.002	0.005	-0.002
Si	54.373	13.601	12.182	0.007	0.006	-0.001
Si	57.099	16.327	12.182	0	0.003	-0.004
Si	59.831	2.736	12.175	0.002	-0.002	0.003
Si	57.086	5.467	12.169	-0.002	-0.004	0.003
Si	59.823	8.175	12.193	-0.001	-0.003	0.001
Si	57.101	10.881	12.178	0.006	0.006	-0.001
Si	59.828	13.605	12.192	-0.007	0.002	0.001
Si	46.208	16.316	12.185	0.008	0.007	-0.004
Si	48.918	2.729	12.19	-0.006	-0.008	0
Si	46.193	5.439	12.201	-0.005	-0.003	-0.003
Si	48.916	8.156	12.203	-0.006	-0.002	0.004
Si	46.203	10.866	12.212	0.004	0.005	-0.003
Si	48.921	13.589	12.196	0.005	-0.001	-0.002
Si	50.28	17.699	13.555	-0.003	0.011	0.004
Si	53.006	4.093	13.555	0.013	-0.014	0.006
Si	50.287	6.806	13.572	-0.002	0.005	0.01
Si	53.014	9.525	13.556	0.002	-0.002	-0.002
Si	50.291	12.217	13.548	0.012	-0.01	-0.003
Si	52.99	14.956	13.528	-0.004	0.011	0.001
Si	55.726	17.687	13.536	0.004	-0.006	-0.002
Si	58.452	4.109	13.515	-0.003	0.006	0.003
Si	55.716	6.827	13.532	-0.015	0.027	-0.001
Si	58.446	9.52	13.555	-0.001	-0.008	0.005
Si	55.739	12.233	13.539	0.009	-0.006	0.004
Si	58.452	14.96	13.546	0.005	-0.001	0.008
Si	44.857	17.687	13.549	0.005	-0.015	-0.002
Si	47.563	4.092	13.559	-0.004	-0.002	-0.007
Si	44.836	6.774	13.595	0.02	-0.012	0.005
Si	47.556	9.502	13.585	0.002	0.009	0.014
Si	44.846	12.228	13.581	-0.001	0.005	0
Si	47.559	14.956	13.555	0.003	-0.001	-0.005
Si	48.907	16.339	14.904	-0.001	-0.005	0
Si	51.647	2.735	14.927	-0.003	0.014	0.004
Si	48.927	5.438	14.933	-0.006	-0.006	0.004
Si	51.656	8.174	14.933	0.003	0	0.006
Si	48.947	10.857	14.931	0.003	0.007	0.001
Si	51.663	13.57	14.901	-0.003	0.001	-0.005
Si	54.337	16.328	14.879	-0.002	-0.011	0.009
Si	57.09	2.75	14.872	0.001	0.002	0.004
Si	54.361	5.48	14.904	-0.008	-0.001	-0.008
Si	57.054	8.184	14.919	-0.009	-0.018	0.002
Si	54.398	10.871	14.918	0.005	0.009	0.006
Si	57.089	13.589	14.908	-0.007	0.004	0.004
Si	43.499	16.33	14.905	-0.004	0.017	-0.004
Si	46.183	2.757	14.921	0.003	0	0.01
Si	43.465	5.439	14.99	-0.003	0.004	0.003
Si	46.201	8.125	14.953	-0.015	-0.007	0.002
Si	43.475	10.874	14.947	0.008	0.013	0.001
Si	46.21	13.597	14.938	0.007	0	-0.004
O	13.562	8.554	27.357	0.508	0.013	0.57
O	59.04	17.734	23.016	-0.265	0.004	0.671
O	64.838	12.026	24.983	0.653	0.361	-0.096
O	5.309	18.949	22.218	0.151	-0.235	0.231
O	68.307	9.923	27.515	0.102	0.436	0.323
O	70.843	13.602	29.609	-0.226	0.53	-0.253
O	9.519	11.318	22.863	0.199	-0.221	0.264
O	65.557	6.654	24.527	-0.255	0.166	0.373
O	65.05	19.205	22.106	-0.212	0.021	0.402
O	6.8	14.211	23.19	-0.418	-0.181	0.156
O	12.026	18.142	32.657	0.558	0.153	0.107
O	68.3	16.548	25.23	0.055	-0.147	0.21
O	69.075	6.864	23.329	-0.069	-0.096	0.047
O	61.049	19.212	22.547	-0.295	0.172	0.294
O	62.482	5.213	22.016	0.01	0.072	0.719
O	7.746	6.501	30.366	0.264	0.235	-0.309
O	71.255	13.29	32.243	-0.56	0.049	-0.104
O	63.433	11.848	22.739	-0.438	-0.32	-0.057
O	11.799	6.573	29.87	-0.37	-0.028	0.109
O	61.894	9.412	23.019	0.282	-0.069	0.183
O	5.568	8.241	22.164	0.147	-0.094	0.267
O	71.87	15.507	31.038	-0.39	0.035	-0.138
O	7.554	11.52	33.273	-0.027	0.009	-0.344
O	68.129	14.826	32.317	0.269	-0.27	-0.138
O	61.806	11.032	30.313	-0.023	0.197	-0.322
O	65.85	20.301	25.153	-0.059	0.224	0.576
O	66.883	15.431	23.201	0.128	-0.079	0.477
O	15.614	8.773	33.589	0.092	0.015	-0.087
O	9.683	20.945	30.528	0.271	0.231	0.342
O	61.146	16.282	22.516	0.225	-0.054	0.319
O	66.137	21.075	32.047	0.072	-0.075	0.265
O	65.319	18.655	32.37	-0.078	-0.346	-0.526
O	17.218	12.446	32.671	-0.113	0.239	-0.2
O	71.585	17.79	32.418	0.116	-0.048	-0.217
O	69.965	19.675	33.309	-0.011	-0.029	-0.463
O	66.193	8.549	28.421	0.094	-0.347	-0.03
O	7.795	17.673	30.287	0.155	-0.291	0.064
O	14.383	20.542	32.318	0.091	-0.297	-0.067
O	10.308	17.753	22.933	-0.023	0.594	0.19
O	6.718	4.35	23.491	0.227	0.498	0.023
O	8.074	21.285	32.514	-0.155	0.171	0
O	9.646	10.007	32.506	0.169	-0.558	-0.019
O	68.724	17.222	22.837	0.183	-0.048	0.046
O	65.06	14.859	28.627	-0.583	0.539	0.15
O	10.829	13.498	22.207	-0.258	-0.155	0.436
O	56.433	10.032	23.127	0.347	-0.319	0.392
O	64.052	7.224	22.592	-0.062	0.104	0.091
O	67.171	14.915	27.269	-0.109	-0.12	-0.357
O	70.393	6.651	30.457	0.009	-0.448	0.513
O	68.459	13.431	25.584	-0.321	-0.091	-0.148
O	59.784	5.859	25.334	0.451	-0.156	-0.277
O	65.223	12.191	32.426	0.332	-0.759	-0.228
O	70.038	6.977	25.884	0.129	0.472	0.009
O	62.964	13.1	31.594	-0.079	0.657	-0.107
O	10.053	19.684	33.406	-0.106	-0.087	-0.204
O	63.975	18.459	25.113	-0.21	0.377	0.236
O	14.492	10.437	29.996	-0.13	0.542	-0.582
O	5.942	4.704	26.087	-0.457	-0.366	0.165
O	66.41	17.046	28.827	-0.424	0.176	0.432
O	9.885	11.591	30.462	0.439	0.217	0.28
O	17.412	7.459	32.304	0.621	0.075	-0.206
O	17.028	10.691	30.747	-0.212	-0.239	-0.091
O	66.427	17.934	23.951	-0.098	0.209	-0.332
O	10.023	14.418	33.546	0.041	-0.17	-0.493
O	7.446	19.053	25.478	0.345	-0.262	-0.072
O	11.502	20.466	28.768	0.098	-0.336	-0.378
O	12.054	10.821	31.338	0.065	0.481	0.058
O	61.447	17.71	24.563	-0.078	0.367	0.672
O	12.886	6.024	33.436	0.178	0.091	-0.195
O	64.609	20.23	30.21	-0.264	0.112	0.115
O	11.062	7.396	32.334	-0.362	-0.005	-0.032
O	14.21	10.585	32.568	-0.067	0.541	0.096
O	8.024	14.476	25.495	0.225	0.009	0.22
O	67.885	10.743	22.258	-0.006	0.001	0.403
O	65.657	12.463	27.388	0.296	-0.028	0.016
O	68.694	8.011	29.081	0.344	0.14	-0.287
O	8.519	16.382	32.551	0.382	0.045	-0.25
O	11.57	14.381	28.998	-0.169	0.004	0.325
O	8.248	16.214	22.265	-0.186	0.121	0.559
O	64.171	9.025	24.382	0.346	0.342	0.42
O	7.921	10.898	29.006	0.324	-0.316	-0.138
O	66.248	8.706	22.899	0.043	-0.294	0.149
O	69.85	8.858	33.377	-0.102	-0.133	-0.433
O	66.518	7.258	32.321	0.22	0.173	-0.278
O	6.478	8.86	29.787	-0.18	0.119	0.208
O	13.683	15.75	32.759	0.204	0.371	-0.204
O	65.515	14.43	31.324	-0.007	0.645	0.1
O	6.764	6.726	27.543	0.045	-0.323	0.342
O	69.629	15.411	27.117	0.574	-0.188	0.184
O	70.775	11.138	28.377	-0.116	-0.182	-0.481
O	66.326	19.567	28.378	0.284	0.409	0.106
O	66.079	17.958	26.43	-0.298	-0.271	-0.01
O	66.755	4.835	22.919	0.383	0.354	-0.204
O	10.634	8.936	30.321	-0.169	-0.259	-0.592
O	67.384	10.171	30.015	-0.405	-0.058	0.014
O	9.188	9.866	25.006	-0.143	0.145	0.088
O	69.649	5.688	28.158	-0.264	-0.312	-0.128
O	69.519	11.576	30.459	0.584	-0.224	0.447
O	12.754	6.028	27.49	-0.364	-0.24	-0.171
O	6.656	18.623	28.053	-0.276	0.007	-0.033
O	13.245	18.003	30.323	0.396	0.36	0.009
O	58.267	6.561	23.258	-0.217	-0.283	0.098
O	11.528	13.323	26.66	-0.227	0.121	-0.43
O	61.629	9.727	28.075	-0.102	0.272	-0.019
O	59.853	8.196	22.075	0.064	0.054	0.11
O	69.446	10.945	25.337	0.556	-0.317	-0.004
O	13.786	10.221	25.311	-0.243	-0.303	-0.196
O	68.504	21.803	32.664	0.505	0.447	-0.078
O	7.538	7.56	25.182	-0.447	0.22	-0.529
O	57.254	18.383	27.902	0.199	0.629	0.088
O	13.86	12.758	25.552	0.027	0.466	-0.262
O	68.184	8.558	25.194	-0.123	0.197	-0.338
O	24.122	19.168	30.5	-0.141	-0.649	-0.139
O	67.805	5.804	25.236	-0.01	-0.444	0.661
O	13.132	8.49	31.135	0.325	-0.435	0.155
O	63.867	9.52	29.361	0.426	0.026	0.531
O	69.476	12.557	23.252	0.072	0.433	0.02
O	63.957	7.584	27.56	-0.159	-0.02	-0.319
O	32.336	7.231	30.285	-0.548	0.153	0.255
O	5.675	13.19	25.327	-0.241	0.303	0.634
O	70.646	17.563	26.047	0.029	0.222	-0.568
O	67.543	14.983	29.808	0.711	0.262	-0.068
O	67.039	16.925	33.311	-0.08	0.035	-0.324
O	34.054	18.831	29.337	-0.087	-0.407	0.225
O	36.625	13.142	22.819	-0.282	0.157	0.024
O	71.859	7.746	32.265	0.213	-0.156	-0.12
O	27.971	19.708	22.101	-0.298	-0.512	-0.043
O	15.551	14.187	33.622	-0.057	-0.252	-0.535
O	9.453	12.877	28.263	-0.365	-0.144	-0.141
O	44.25	11.317	28.248	-0.335	0.03	0.422
O	29.157	11.808	24.974	-0.072	0.319	-0.004
O	14.932	11.714	23.397	-0.283	-0.211	0.099
O	16.468	13.595	22.385	0.059	0.134	0.34
O	21.872	19.109	22.421	-0.042	0.051	0.312
O	21.198	8.703	30.574	-0.384	0.024	0.117
O	20.732	14.25	30.304	0.363	0.125	-0.191
O	25.685	11.415	23.324	0.089	-0.191	0.192
O	19.961	6.695	28.075	0.07	0.633	0.143
O	16.247	19.114	21.998	0.069	0.114	0.198
O	22.771	14.758	23.234	0.305	0.293	0.216
O	27.869	17.473	32.596	-0.476	-0.226	-0.298
O	21.026	12.775	23.087	-0.028	0	0.108
O	20.219	6.472	23.085	0.068	-0.158	-0.132
O	9.78	15.248	27.319	-0.077	0.405	0.405
O	13.65	5.331	21.961	-0.171	0.097	0.203
O	23.021	18.442	32.736	0.192	-0.589	-0.103
O	22.856	13.62	32.515	-0.038	0.093	-0.376
O	15.67	17.256	29.974	0.139	-0.477	0.038
O	25.866	8.65	30.311	-0.009	-0.211	0.134
O	13.288	8.937	23.113	0.001	0.269	0.425
O	21.882	8.231	22.128	-0.137	-0.138	0.373
O	22.586	15.775	31.156	0.276	0.403	-0.215
O	23.794	11.449	33.467	-0.13	-0.246	-0.485
O	20.359	15.22	32.663	0.191	-0.529	0.038
O	20.301	16.925	30.693	0.048	0.078	-0.115
O	16.499	5.099	25.048	-0.484	0.061	-0.109
O	18.238	15.426	23.102	-0.186	0.16	0.301
O	31.965	8.647	33.523	0.241	-0.23	-0.197
O	28.813	19.192	28.964	0.421	0.421	0.273
O	11.912	15.604	23.206	0.281	0.154	0.509
O	16.648	18.308	32.297	-0.237	0.134	-0.128
O	15.98	19.832	30.328	0.004	0.272	-0.521
O	34.245	13.019	32.701	0.097	-0.499	-0.274
O	23.768	4.432	23.401	0.107	0.291	0.063
O	13.72	13.56	0.133	-0.205	-0.129	0.033
O	15.198	6.56	26.888	0.33	0.392	0.11
O	26.408	20.153	29.599	0.275	0.208	0.456
O	30.853	20.722	32.428	0.302	0.384	-0.468
O	17.661	19.068	24.435	-0.253	-0.196	-0.597
O	41.355	7.658	25.845	-0.304	-0.187	-0.087
O	7.8	12.074	24.576	-0.028	-0.153	0.354
O	33.926	10.93	25.132	0.257	0.547	0.107
O	39.86	19.696	23.551	-0.288	0.135	0.464
O	25.605	9.773	32.645	-0.038	-0.19	-0.138
O	20.137	17.283	23.225	0.093	0.112	0.301
O	13.684	16.016	28.635	0.038	-0.137	-0.603
O	27.286	13.438	22.357	0.218	-0.03	0.6
O	7.311	9.93	23.126	-0.275	-0.212	0.477
O	15.157	7.098	22.875	0.286	-0.215	0.289
O	16.459	17.9	26.421	-0.291	-0.524	0.298
O	41.752	7.001	23.329	-0.237	-0.509	0.176
O	18.544	11.446	27.003	0.099	0.572	0.074
O	8.824	6.537	22.979	-0.568	-0.134	-0.062
O	19.027	10.559	32.5	0.288	0.012	-0.187
O	20.742	6.74	25.611	0.489	0.386	-0.173
O	16.16	8.399	30.047	-0.134	-0.117	-0.085
O	26.373	19.464	33.483	0.091	0.076	-0.437
O	12.64	19.734	23.296	-0.538	-0.026	0.499
O	29.12	16.939	30.283	-0.15	-0.344	-0.078
O	67.819	5.917	30.255	-0.174	-0.247	-0.599
O	20.391	18.611	28.72	0.639	-0.222	-0.269
O	27.158	12.803	30.642	0.359	0.084	0.137
O	33.625	6.862	32.64	0.127	-0.51	0.028
O	28.296	12.241	32.896	0.216	-0.038	0.121
O	18.621	16.748	25.307	0.02	-0.16	0.541
O	22.545	6.456	27.438	0.358	0.034	-0.321
O	26.478	14.146	33.571	0.129	0.082	-0.463
O	47.038	7.823	28.98	0.086	-0.53	-0.323
O	25.157	9.909	28.022	0.033	0.155	-0.339
O	30.286	18.182	32.377	-0.031	0.126	0.317
O	12.222	17.63	24.764	0.103	-0.177	0.459
O	29.072	6.084	33.298	-0.094	0.065	-0.523
O	13.794	21.18	29.731	0.083	-0.017	-0.201
O	27.413	7.914	32.355	-0.041	-0.235	-0.485
O	30.412	10.024	32.148	-0.534	-0.313	-0.196
O	27.42	12.417	26.855	-0.669	-0.062	-0.155
O	19.229	10.99	22.271	-0.014	-0.064	0.447
O	40.389	11.513	25.133	0.043	0.197	0.602
O	18.884	20.699	28.723	-0.24	-0.298	0.343
O	24.518	15.733	32.864	0.081	0.569	-0.388
O	29.775	11.979	30.752	0.186	0.241	-0.432
O	24.653	16.382	22.407	0.047	0.085	0.295
O	13.434	7.206	25.087	-0.347	-0.312	-0.234
O	15.65	8.518	24.763	-0.235	-0.007	0.214
O	24.877	11.932	29.632	-0.184	-0.23	0.498
O	17.514	9.428	23.288	-0.441	0.255	0.311
O	20.843	8.875	33.501	-0.076	0.076	0.019
O	18.065	18.119	30.028	-0.036	-0.232	-0.283
O	56.822	7.621	28.087	0.477	-0.223	0.158
O	29.847	15.662	32.494	-0.195	-0.163	-0.169
O	33.674	10.088	28.432	0.124	-0.351	0.268
O	16.432	10.315	28.189	-0.05	-0.017	0.078
O	11.694	16.017	31.201	-0.356	-0.09	-0.375
O	24.899	7.283	28.228	0.277	-0.246	-0.571
O	29.152	7.267	26.81	0.26	0.091	-0.152
O	22.327	13.329	25.352	0.118	0.429	0.251
O	22.941	10.112	29.246	0.287	-0.359	-0.064
O	15.796	20.324	27.239	0.152	0.052	0.45
O	9.96	16.206	24.96	-0.19	-0.123	0.145
O	35.728	20.241	24.588	0.23	-0.019	-0.078
O	17.743	4.766	22.755	-0.027	0.406	0.121
O	27.734	10.296	31.172	0.158	-0.06	-0.474
O	38.045	10.893	26.031	0.107	0.018	0.225
O	27.23	8.341	28.119	0.553	-0.062	0.422
O	41.728	19.8	25.427	-0.271	0.395	-0.026
O	21.188	11.486	30.555	0.098	0.127	0.604
O	34.918	17.605	24.706	-0.275	-0.07	0.004
O	24.817	14.237	30.773	0.212	0.232	-0.265
O	24.898	18.673	28.03	-0.55	-0.388	0.106
O	33.691	8.344	25.76	0.183	-0.225	-0.073
O	27.017	19.842	27.079	0.302	0.168	-0.278
O	47.961	6.941	23.265	0.319	0.168	0.034
O	28.9	14.161	28.302	0.179	0.236	0.264
O	44.718	6.244	28.848	0.36	-0.273	0.047
O	48.955	11.919	32.261	-0.112	-0.363	-0.104
O	10.956	8.047	22.232	0.006	0.072	0.157
O	23.443	11.979	27.445	0.034	0.212	0.147
O	31.217	10.304	29.42	-0.309	-0.272	-0.155
O	28.435	9.862	26.465	0.206	-0.081	-0.228
O	19.736	21.462	32.756	-0.583	0.574	-0.151
O	40.281	13.208	28.443	-0.261	-0.006	-0.138
O	18.003	6.59	29.881	0.271	0.162	0.159
O	56.022	14.157	26.763	0.249	-0.684	0.005
O	7.878	16.809	26.587	-0.174	0.102	0.421
O	10.131	7.34	25.055	0.601	-0.141	0.064
O	24.869	6.118	25.234	-0.103	0.16	0.712
O	13.829	13.495	28.039	0.443	0.117	0.016
O	19.12	4.902	24.893	0.494	-0.483	0.486
O	29.803	11.941	27.577	0.308	-0.353	0.272
O	15.689	6.041	31.024	-0.282	0.242	-0.062
O	43.748	7.918	24.812	0.35	-0.424	0.384
O	11.397	9.358	26.23	0	0.092	0.033
O	14.287	19.115	25.39	0.042	0.292	0.104
O	64.681	10.09	26.922	-0.447	-0.064	0.085
O	55.055	11.556	30.226	0.179	0.024	0.523
O	22.142	20.615	31.499	0.092	-0.01	-0.197
O	18.447	16.881	33.441	0.262	-0.182	-0.332
O	21.173	11.229	26.295	-0.129	-0.184	-0.589
O	41.893	9.592	24.114	-0.243	0.013	-0.103
O	22.306	7.112	32.414	0.472	-0.318	-0.098
O	29.085	15.199	23.063	0.222	-0.289	0.171
O	31.873	14.2	33.339	-0.223	0.07	-0.169
O	50.317	10.893	30.315	0.195	0.02	-0.347
O	31.002	14.247	26.754	-0.087	0.153	0.092
O	44.786	10.042	25.947	0.181	0.591	-0.201
O	26.553	18.069	23.3	-0.061	-0.13	0.546
O	32.586	13.677	22.13	-0.137	-0.17	0.324
O	37.886	18.894	22.123	-0.364	0.29	0.352
O	35.951	11.169	27.694	-0.055	0.211	0.057
O	38.429	15.354	31.077	-0.454	-0.004	-0.397
O	41.557	11.802	22.797	-0.125	0.052	0.043
O	31.626	8.771	27.349	-0.774	0.016	0.144
O	32.574	19.013	22.172	0.049	0.025	0.551
O	38.651	14.828	22.922	0.069	-0.008	0.315
O	44.394	17.755	32.432	-0.139	0.318	-0.376
O	31.218	15.473	24.529	0.368	0.082	-0.156
O	36.088	6.331	23.388	-0.085	-0.063	0.499
O	27.245	15.023	26.378	-0.347	-0.256	-0.43
O	29.83	5.382	22.004	-0.053	-0.014	0.545
O	40.02	6.089	30.249	0.188	0.112	-0.613
O	37.969	13.546	32.925	-0.551	0.147	0.197
O	30.479	12.184	22.776	-0.373	0.221	0.201
O	44.195	16.361	28.38	0.064	0.09	-0.53
O	29.223	9.91	23.078	-0.208	-0.272	0.277
O	37.782	8.257	22.494	-0.087	0.059	0.187
O	60.995	15.912	30.67	-0.107	-0.436	0.099
O	39.729	11.612	33.506	-0.103	-0.1	-0.092
O	35.591	15.241	32.443	0.055	0.091	-0.545
O	33.358	15.363	28.404	-0.024	0.31	0.132
O	31.185	4.49	24.369	0.113	-0.198	-0.354
O	36.985	18.288	25.963	0.56	0.129	-0.291
O	47.895	8.634	33.336	-0.075	-0.032	-0.237
O	43.975	15.648	30.873	-0.535	-0.255	0.445
O	34.558	4.544	22.379	0.052	0.008	-0.171
O	31.614	19.107	30.399	-0.201	-0.143	-0.266
O	32.765	18.937	32.722	0.26	0.26	-0.344
O	34.989	11.259	30.277	0.588	0.337	0.051
O	38.723	17.653	32.433	-0.27	0.096	-0.371
O	37.226	19.549	33.354	0.276	0.131	-0.233
O	33.155	6.719	27.777	0.766	-0.054	0.014
O	40.206	17.172	30.363	-0.074	-0.255	-0.087
O	47.078	20.627	32.556	-0.053	-0.125	-0.215
O	26.381	17.556	26.011	-0.44	-0.025	-0.401
O	59.233	12.437	27.198	0.216	-0.231	0.172
O	20.343	10.078	28.508	-0.2	-0.5	-0.13
O	43.287	18.449	27.021	-0.201	-0.648	-0.3
O	40.605	19.807	30.158	-0.362	0.034	-0.066
O	41.56	10.192	32.476	0.026	-0.444	-0.313
O	36.262	16.941	22.598	-0.035	-0.046	0.103
O	7.195	20.232	30.166	-0.473	0.151	-0.075
O	43.453	13.526	21.962	0.136	0.051	0.27
O	23.513	10.222	22.695	-0.065	0.375	0.045
O	31.835	6.683	23.006	0.31	0.338	0.18
O	36.502	15.203	24.466	-0.006	-0.136	0.629
O	37.444	6.022	30.503	-0.035	0.01	-0.38
O	26.225	14.008	28.575	-0.383	0.553	-0.286
O	32.071	11.307	26.949	-0.218	0.283	0.143
O	33.806	14.215	30.574	-0.531	0.29	0.074
O	41.477	11.78	30.373	0.218	0.303	-0.117
O	68.094	10.65	32.508	-0.466	0.189	-0.042
O	42.668	19.521	33.293	-0.054	0.074	-0.475
O	6.69	9.294	27.179	-0.558	0.127	-0.228
O	48.02	9.825	30.627	-0.378	-0.291	0.573
O	40.119	17.702	25.487	-0.235	-0.148	-0.084
O	18.236	7.312	24.572	-0.277	-0.234	0.015
O	24.756	19.742	25.667	-0.414	-0.315	0.103
O	49.642	6.874	32.437	0.121	0.297	-0.324
O	46.57	12.44	27.718	-0.104	0.061	-0.611
O	60.071	10.198	26.061	0.124	0.021	-0.232
O	42.534	21.627	30.093	0.487	-0.21	0.144
O	42.428	14.226	33.462	-0.119	0.133	-0.508
O	28.234	5.395	28.474	-0.127	0.482	0.281
O	42.322	7.155	28.259	-0.001	0.231	0.294
O	43.367	12.198	32.292	0.384	0.174	-0.536
O	26.402	4.317	23.975	0.395	0.226	0.035
O	45.283	6.054	33.377	-0.192	-0.087	-0.599
O	30.802	18.654	25.796	0.13	-0.434	-0.359
O	43.692	8.143	32.775	-0.62	0.151	-0.223
O	45.682	9.922	32.547	0.106	0.318	-0.354
O	42.941	11.943	25.008	0.159	-0.17	-0.137
O	35.402	11.006	22.113	0.258	0.092	0.469
O	28.855	16.709	25.149	0.094	0.409	0.169
O	35.995	9.421	25.638	0.419	-0.239	-0.181
O	40.571	15.811	32.574	0.092	-0.106	-0.101
O	42.355	14.612	28.987	-0.2	-0.08	0.19
O	40.66	16.219	22.135	-0.093	-0.353	0.161
O	30.489	17.443	23.019	-0.204	0.296	0.305
O	31.632	6.758	25.625	-0.43	0.158	0.085
O	52.447	14.926	24.072	0.339	-0.483	-0.079
O	34.38	9.061	23.376	0.084	-0.578	0.241
O	37.028	8.863	33.293	0.136	-0.098	-0.502
O	34.93	6.654	30.389	0.218	0.098	-0.341
O	38.682	8.364	30.079	-0.011	0.176	0.1
O	45.943	15.644	32.61	0.12	-0.171	-0.324
O	46.978	11.834	22.54	-0.177	-0.172	0.02
O	62.483	11.015	24.958	-0.273	0.115	0.457
O	32.014	19.585	27.85	-0.111	0.592	-0.19
O	47.357	17.765	28.296	0.197	-0.494	-0.001
O	45.022	18.809	28.987	-0.224	0.413	-0.162
O	63.328	13.703	27.201	-0.061	-0.198	-0.012
O	39.364	10.767	29.105	-0.013	0.018	-0.003
O	29.698	20.999	26.479	-0.219	-0.15	0.216
O	40.616	15.778	27.408	0.02	0.021	0.07
O	56.749	16.678	25.96	0.068	-0.021	-0.621
O	38.719	10.543	23.43	0.017	0.12	-0.034
O	43.556	10.058	30.897	0.109	-0.18	-0.494
O	34.951	10.574	32.797	-0.109	0.271	-0.09
O	40.145	8.579	27.93	0.025	-0.299	-0.013
O	35.844	20.692	29.319	0.309	0.337	-0.413
O	16.138	11.416	25.792	0.024	0.283	-0.067
O	42.86	21.007	27.578	-0.055	-0.107	0.047
O	45.495	14.922	22.739	0.294	0.529	-0.122
O	40.255	18.301	28.019	0.072	0.361	-0.102
O	62.256	5.903	26.441	0.196	-0.011	-0.665
O	54.569	4.874	24.966	0.043	0.003	0.335
O	25.803	6.814	23.122	-0.071	-0.397	0.257
O	43.726	14.491	24.623	-0.409	0.448	-0.141
O	31.397	10.495	24.53	0.319	-0.507	-0.163
O	32.569	11.236	31.415	-0.053	0.124	0.094
O	27.415	8.34	22.065	-0.089	0.199	0.104
O	26.975	7.771	25.494	0.201	0.099	-0.006
O	54.245	10.915	25.447	-0.203	-0.189	-0.32
O	42.495	9.59	27.261	-0.368	0.384	0.036
O	35.673	21.089	32.04	-0.417	0.096	-0.298
O	44.841	13.811	29.218	0.273	-0.121	0.407
O	33.956	8.995	31.104	0.178	-0.081	-0.411
O	41.063	21.274	32.306	-0.343	0.225	0.046
O	14.361	17.703	23.153	-0.054	-0.37	0.18
O	63.094	15.954	25.567	0.002	0.171	0.49
O	20.892	20.747	27.08	0.527	-0.306	-0.153
O	44.777	8.756	28.195	-0.155	0.105	0.004
O	33.684	5.589	24.553	0.226	-0.023	0.702
O	45.196	8.045	30.709	0.38	-0.369	0.351
O	53.322	12.285	23.304	0.019	0.201	0.256
O	53.407	9.114	27.134	-0.524	0.209	-0.045
O	32.928	21.197	29.617	0.441	0.099	0.463
O	28.718	19.519	24.528	0.105	-0.214	0.099
O	38.281	13.03	24.71	0.005	0.083	0.603
O	38.279	16.622	27.286	0.047	-0.733	-0.03
O	9.098	19.267	28.624	-0.042	-0.172	-0.608
O	34.39	17.08	33.558	0.098	0.058	-0.44
O	61.784	8.347	30.38	0.295	-0.388	0.307
O	49.114	12.461	27.193	0.365	0.17	0.282
O	38.861	7.168	32.386	0.477	-0.304	-0.004
O	33.986	12.769	28.396	0.179	0.164	-0.6
O	47.921	14.097	33.268	0.287	0.263	-0.33
O	61.438	17.308	28.495	0.081	0.115	-0.691
O	62.787	16.063	32.572	0.022	-0.098	-0.189
O	20.64	6.061	30.603	-0.387	0.107	-0.528
O	41.886	18.04	23.429	0.478	0.034	0.186
O	48.789	13.52	21.788	-0.222	-0.215	0.198
O	54.338	19.048	22.03	-0.165	0.211	0.441
O	54.058	12.963	28.128	-0.171	-0.382	-0.251
O	53.293	13.6	30.475	-0.575	0.216	-0.096
O	58.209	12.003	22.94	0.287	-0.052	0.374
O	47.815	19.933	26.885	-0.163	0.285	0.412
O	48.947	18.963	22.12	-0.136	0.073	0.362
O	54.82	15.22	22.971	0.188	-0.165	0.324
O	60.781	17.814	32.494	-0.194	-0.14	-0.133
O	55.923	6.209	30.125	-0.043	-0.489	-0.253
O	53.029	6.281	23.274	-0.433	-0.067	0.179
O	34.954	19.461	26.943	-0.362	0.141	-0.077
O	46.141	5.504	22.082	-0.18	-0.065	0.371
O	52.552	15.25	32.339	-0.314	-0.111	-0.415
O	54.529	13.508	32.712	-0.133	-0.119	-0.192
O	47.705	6.088	25.812	0.061	0.086	0.679
O	59.23	8.555	30.264	-0.152	0.179	-0.691
O	45.01	9.753	23.304	-0.013	0.684	0.253
O	54.531	8.234	22.35	0.124	0.139	0.475
O	54.89	15.603	31.151	-0.165	-0.039	-0.288
O	56.271	11.539	33.281	0.155	0.166	-0.509
O	30.744	6.03	28.533	-0.349	0.14	0.389
O	65.251	13.643	22.142	0.094	-0.006	0.232
O	49.342	20.667	24.886	0.009	0.369	0.019
O	50.061	15.148	23.219	-0.38	0.166	0.187
O	64.509	8.824	33.25	-0.138	0.113	-0.233
O	62.693	17.921	30.688	0.563	0.01	0.114
O	46.18	15.612	25.048	0.038	-0.073	0.715
O	49.347	20.846	31.25	-0.076	-0.067	-0.457
O	48.763	18.574	32.398	-0.046	-0.298	-0.248
O	13.63	14.284	30.576	0.577	-0.201	0.055
O	55.207	17.867	32.452	0.133	0.176	-0.432
O	53.441	19.656	33.257	-0.131	-0.179	-0.246
O	36.562	18.233	28.58	0.341	-0.154	0.493
O	59.056	17.149	29.424	0.007	0.45	0.206
O	63.558	20.58	32.528	-0.404	0.06	-0.472
O	55.046	8.746	29.721	-0.472	-0.105	0.358
O	56.245	4.161	23.103	0.535	0.003	0.021
O	18.881	18.98	26.689	0.085	-0.124	-0.031
O	63.574	18.91	28.337	0.058	-0.188	-0.478
O	61.362	19.855	29.56	-0.348	-0.12	0.236
O	58.267	10.01	32.42	0.645	0.208	-0.066
O	52.831	17.042	22.702	-0.588	0.145	0.264
O	47.338	19.435	30.29	-0.027	0.381	-0.183
O	59.864	13.867	22.112	0.179	0.029	0.508
O	34.215	15.491	23.13	-0.186	0.094	0.413
O	33.464	15.038	25.86	0.282	-0.139	-0.452
O	23.646	11.069	25.088	-0.098	-0.113	0.099
O	60.21	5.149	27.881	-0.675	-0.343	-0.182
O	54.286	6.799	28.138	0.167	-0.436	-0.145
O	38.979	12.807	30.642	0.033	-0.31	0.207
O	48.232	12.275	29.713	-0.407	0.731	0.284
O	53.136	6.933	25.78	-0.126	0.259	-0.19
O	55.825	8.923	26.039	0.022	-0.35	-0.651
O	58.973	19.64	33.205	0.024	-0.235	-0.575
O	44.565	19.971	23.014	-0.384	-0.17	0.009
O	30.661	17.39	28.16	0.198	-0.56	0.221
O	58.508	14.787	26.348	0.203	0.144	-0.569
O	52.261	17.57	26.913	-0.056	0.22	0.716
O	17.676	9.3	26.03	0.242	-0.191	0.169
O	42.492	18.096	29.476	0.318	0.133	0.329
O	24.396	20.795	32.604	-0.267	0.4	-0.404
O	50.552	16.12	25.576	-0.487	-0.016	0.355
O	58.941	14.221	33.24	-0.021	-0.024	-0.311
O	50.744	13.525	25.36	0.488	-0.02	-0.005
O	60.335	7.641	27.236	-0.396	0.108	0.433
O	60.624	12.353	32.379	-0.212	-0.294	-0.457
O	56.326	19.258	25.486	0.362	-0.095	0.026
O	61.805	5.979	33.382	-0.064	-0.165	-0.577
O	46.172	17.105	30.555	0.242	-0.249	0.12
O	60.187	7.696	32.428	-0.09	0.097	-0.068
O	62.653	10.667	32.679	-0.128	0.068	-0.141
O	9.053	8.31	27.153	0.194	0.037	0.622
O	51.516	10.93	22.149	0.167	-0.034	0.042
O	48.391	12.944	24.644	0.118	0.509	-0.102
O	51.699	7.31	27.961	-0.428	-0.421	-0.364
O	57.125	16.01	32.482	0.075	0.042	-0.128
O	67.313	12.661	30.971	-0.426	-0.003	0.063
O	57.016	16.379	22.145	0.028	-0.183	0.186
O	47.273	17.192	23.117	0.051	-0.216	0.03
O	48.829	8.431	25.261	0.156	-0.262	0.294
O	55.423	10.601	27.917	0.005	0.481	0.041
O	49.443	9.605	23.043	-0.077	-0.21	0.076
O	53.545	8.634	33.25	-0.072	0.006	-0.274
O	50.923	6.317	30.228	0.432	-0.131	-0.236
O	57.182	7.841	31.68	-0.153	0.229	0.134
O	32.264	12.963	24.897	0.336	-0.046	-0.246
O	57.169	10.086	30.065	0.331	0.271	-0.173
O	66.871	10.775	25.602	0.047	0.198	-0.59
O	52.666	11.199	29.552	-0.085	-0.05	-0.471
O	58.06	7.777	25.663	0.039	0.317	-0.001
O	64.524	4.988	27.705	0.328	0.02	-0.397
O	54.005	16.778	25.02	0.127	0.418	-0.235
O	28.156	16.979	27.773	-0.381	-0.264	0.272
O	54.803	17.928	27.197	-0.194	0.594	0.429
O	57.992	9.856	27.383	-0.12	-0.094	0.41
O	50.957	18.621	24.875	0.148	-0.209	-0.413
O	50.961	4.108	22.885	0.522	0.116	-0.049
O	56.61	17.467	30.344	-0.082	0.635	-0.222
O	52.136	10.513	32.147	0.045	0.342	0.124
O	24.112	21.122	28.728	-0.061	-0.094	-0.329
O	12.824	11.171	27.474	-0.112	0.02	0.38
O	37.584	9.167	27.865	-0.303	-0.61	0.114
O	62.502	5.863	29.01	0.354	0.259	0.461
O	57.103	15.802	28.392	-0.242	-0.563	0.306
O	64.449	12.628	29.642	0.2	-0.641	-0.111
O	44.326	20.365	25.568	0.201	0.609	0.23
O	61.955	8.578	25.582	-0.104	-0.625	0.103
O	50.675	16.883	33.194	0.165	0.148	-0.485
O	51.972	4.715	25.157	-0.021	-0.01	0.52
O	68.469	17.921	27.478	0.191	0.27	0.23
O	53.771	15.453	27.29	-0.191	-0.117	0.286
O	43.528	8.184	21.92	0.056	-0.144	0.115
O	36.402	13.525	30.859	-0.08	-0.35	-0.475
O	8.472	5.152	25.203	0.477	-0.209	0.204
O	57.733	11.211	25.276	-0.184	0.176	0.032
O	63.571	17.127	23.039	0.023	-0.4	0.267
O	41.831	13.822	26.429	-0.145	-0.097	-0.216
O	49.537	8.267	29.052	0.123	-0.313	-0.293
O	57.308	21.526	32.25	-0.084	-0.222	-0.342
O	19.867	19.598	31.065	-0.094	-0.181	0.426
O	61.021	14.247	26.172	-0.062	0.082	-0.246
O	51.859	8.762	30.185	0.51	-0.143	0.048
O	55.819	12.429	23.985	0.249	0.682	-0.137
O	44.364	13.404	26.753	0.142	0.196	0.029
O	20.441	14.97	24.47	0.023	0.093	0.609
O	46.742	20.321	24.512	0.071	0.128	-0.552
O	57.157	5.361	25.264	0.147	0	0.239
O	49.738	18.096	27.181	0.367	0.277	0.623
O	45.354	18.09	24.665	-0.276	-0.191	0.068
O	31.541	13.51	29.123	-0.061	0.081	0.458
O	49.987	10.926	25.268	0.572	-0.232	0.067
O	46.257	8.048	24.935	-0.144	-0.25	0.139
O	68.903	12.975	28.098	-0.16	-0.247	0.066
O	45.841	12.962	24.549	-0.293	-0.162	0.379
O	17.585	6.03	27.291	-0.048	0.395	-0.353
O	55.115	6.592	32.599	-0.467	-0.359	-0.211
O	32.935	17.368	26.813	0.218	0.25	-0.282
O	64.333	14.223	33.724	-0.043	0.039	-0.151
O	7.949	13.257	30.425	0.488	0.143	-0.001
O	23.054	6.9	29.974	0.127	-0.06	0.231
O	10.728	18.461	30.418	-0.243	-0.272	-0.102
O	18.838	12.515	30.654	-0.493	0.608	-0.138
O	51.632	21.433	32.453	0.179	0.132	-0.421
O	60.068	14.842	28.463	-0.189	-0.059	0.24
O	47.976	10.202	28.078	-0.214	-0.159	-0.462
O	53.904	13.449	25.567	-0.269	0.175	-0.1
O	12.103	13.571	32.487	-0.003	-0.563	-0.223
O	24.977	8.924	24.444	-0.172	0.053	0.17
O	35.478	16.364	27.126	-0.058	-0.307	-0.163
O	62.863	13.646	24.547	-0.22	0.373	-0.255
O	60.364	6.037	30.382	-0.092	-0.34	0.47
O	14.321	18.357	27.925	-0.365	0.036	0.202
O	47.468	10.586	24.684	-0.444	-0.133	0.032
O	47.739	17.586	25.668	0.461	-0.061	-0.086
O	20.322	12.667	28.379	0.243	0.41	-0.352

Results
total energy: -406609.771 eV
total energy less fixed offsets of O -438.35, Si -107.03 eV per atom: 3.029 eV
